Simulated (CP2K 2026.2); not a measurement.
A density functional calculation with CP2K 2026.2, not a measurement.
Periodic cell of 1974 atoms, Si1440O534, from a study of silicon, its oxide and their interface. The atomic structure is a simulated model.
Doubt: the forces sum to 2.69 eV/angstrom along one axis rather than to zero, so they err by at least 0.0014 eV/angstrom per atom on average; the grid cutoff is modest.

Settings
functional: PBE
method: Gaussian and plane waves
basis set: DZVP-MOLOPT-SR-GTH
pseudopotentials: GTH-PBE
grid cutoff: 300 Ry, relative cutoff 40 Ry
k points: Gamma only
occupations: fixed
spin: none
net charge: 0

Cell vectors (angstrom)
a 65.28 0 0
b 0 16.32 0
c -1.1534 -2.2295 33.5034

Atoms and the computed forces on them: element, x, y, z (angstrom), force x, y, z (eV/angstrom)
Si 1.734 -1.65 1.483 -0.056 -0.048 -0.132
Si 3.609 2.336 0.236 -0.362 -0.379 0.156
Si 1.772 3.695 1.087 0.255 -0.264 0.496
Si 4.315 6.987 1.051 -0.23 -0.03 0.652
Si 0.767 -5.941 1.506 -0.233 0.119 0.751
Si 3.469 -3.237 1.607 -0.263 0.137 0.546
Si 6.32 -0.525 1.653 -0.141 0.223 0.51
Si 9.093 2.132 1.639 -0.033 0.021 -0.013
Si 7.263 3.703 1.665 0.002 0.014 -0.147
Si 9.867 6.571 1.604 -0.445 0.451 0.103
Si 6.93 9.662 1.588 0.078 -0.14 0.597
Si 9.575 12.146 1.589 -0.044 0.311 0.625
Si 12.555 -0.28 1.127 0.233 0.222 0.529
Si 14.475 3.124 0.182 0.164 0.019 0.177
Si 12.234 4.613 1.798 0.059 0.132 0.697
Si 15.556 7.507 3.133 0.048 -0.04 0.045
Si 11.476 -6.428 0.637 -0.043 -0.141 0.11
Si 14.251 -5.692 0.56 -0.163 0.281 0.631
Si 17.696 -1.944 1.007 -0.053 -0.14 0.108
Si 20.856 1.265 1.142 0.151 0.109 -0.022
Si 16.056 5.586 -0.846 0.655 0.122 0.417
Si 22.883 6.955 -0.157 -0.021 -0.115 0.107
Si 18.242 -6.965 0.721 0.07 -0.079 0.017
Si 20.048 12.458 1.729 -0.091 -0.107 0.735
Si 22.813 -1.168 1.496 0.105 -0.092 0.595
Si 25.971 2.126 1.09 0.267 0.179 0.564
Si 24.855 4.994 0.877 0.182 0.249 0.565
Si 26.859 6.215 1.164 -0.322 -0.205 0.461
Si 23.448 -6.541 -0.157 -0.007 0.081 0.207
Si 26.404 11.667 1.251 -0.013 -0.105 -0.045
Si 28.837 -1.673 1.409 -0.082 0.061 0.753
Si 31.525 1.055 1.52 -0.13 0.064 0.62
Si 28.303 4.415 1.765 -0.126 0.252 0.516
Si 30.981 6.808 0.994 0.048 0.058 -0.082
Si 28.121 9.843 1.37 -0.249 0.215 0.435
Si 31.132 12.548 1.277 0.063 -0.274 0.664
Si 33.802 -1.04 1.585 -0.037 -0.122 0.577
Si 36.237 1.423 1.433 0.333 -0.039 0.717
Si 34.148 3.712 1.483 -0.104 0.109 0.615
Si -28.69 7.555 0.974 0.306 0.044 0.352
Si 33.983 9.297 1.373 -0.15 0.259 0.808
Si -27.993 -4.392 0.434 0.203 0.504 0.11
Si -27.063 -2.307 0.47 0.122 0.086 -0.083
Si -23.764 1.254 0.915 -0.162 0.082 0.064
Si 39.506 3.627 1.35 0.055 0.055 0.657
Si -23.117 6.563 0.975 -0.359 0.365 0.241
Si -25.584 9.956 1.199 0.314 0.376 0.291
Si -22.948 12.216 1.587 0.104 0.169 0.592
Si -19.922 -1.471 1.408 -0.376 0.254 0.671
Si -18.256 1.825 1.327 -0.009 0.286 0.539
Si -19.987 3.528 1.398 -0.005 -0.031 0.033
Si -17.083 6.142 1.323 -0.026 -0.062 -0.056
Si -20.936 9.83 1.168 0.219 -0.281 0.647
Si -17.496 -3.515 1.048 0.355 0.144 0.394
Si -14.546 -1.617 1.355 -0.131 0.189 0.607
Si -12.032 1.338 1.269 0.015 0.078 0.73
Si -15.249 4.526 1.32 -0.196 0.101 0.536
Si -12.287 7.028 1.365 0.047 -0.093 0.656
Si -14.727 9.014 1.239 -0.062 0.26 0.644
Si -12.44 12.336 1.275 0.203 -0.131 0.59
Si -8.908 -1.891 1.338 0.215 -0.143 0.56
Si -7.189 1.893 1.513 -0.082 0.021 0.033
Si -8.947 3.703 1.479 0.248 -0.281 0.442
Si -7.045 7.252 1.402 -0.034 0.002 -0.132
Si -8.693 -7.247 1.14 -0.021 -0.045 -0.042
Si -7.114 -3.649 1.35 -0.195 0.267 0.419
Si -3.912 -1.217 1.263 0.204 -0.484 0.262
Si -1.818 1.815 1.51 0.007 0.017 -0.042
Si -3.55 3.543 1.61 0.064 0.001 0.081
Si -1.592 7.322 1.111 0.401 -0.258 0.107
Si -3.982 -6.92 1.394 -0.029 0.147 0.599
Si -1.015 -4.215 1.499 0.19 -0.199 0.338
Si 2.771 0.008 2.871 -0.07 0.062 -0.031
Si 5.578 2.79 3.044 0.034 -0.025 0.066
Si 2.76 5.561 2.329 0.108 -0.016 0.007
Si 5.46 8.244 2.71 -0.001 -0.011 -0.014
Si 2.639 -5.156 2.749 0.067 -0.018 -0.096
Si 5.191 -2.223 2.771 -0.293 0.351 -0.116
Si 8.123 0.336 2.913 0.029 -0.032 -0.058
Si 10.874 3.013 2.984 0.066 -0.017 -0.01
Si 8.223 5.468 2.883 -0.011 -0.013 0.02
Si 10.947 8.104 3.023 -0.351 -0.303 0.227
Si 8.35 10.799 3.047 -0.005 0.022 0.036
Si 10.822 -2.497 2.695 -0.308 -0.362 0.407
Si 13.755 0.462 3.042 -0.031 -0.027 -0.066
Si 15.445 2.21 2.967 0.002 -0.128 0.49
Si 13.782 5.781 3.213 0.033 -0.021 -0.018
Si 15.838 7.893 0.907 -0.134 -0.213 0.583
Si 14.096 11.385 2.837 0.023 0.047 -0.014
Si 15.756 -3.137 3.013 -0.217 -0.152 0.412
Si 18.866 0.073 3.114 0.015 -0.167 0.612
Si 22.16 3.095 2.984 0.165 0.16 0.439
Si 19.28 5.682 2.751 0.296 0.226 0.314
Si 21.26 7.17 2.623 -0.203 -0.566 0.471
Si 18.849 10.983 3.111 0.338 0.397 0.182
Si 21.637 -2.659 2.88 0.072 0.014 -0.001
Si 24.337 0.026 2.773 -0.107 -0.315 0.324
Si 27.192 2.773 2.936 -0.053 -0.005 -0.009
Si 23.911 4.771 3.004 0.022 0.004 0.032
Si 27.134 8.075 2.672 0.034 -0.11 0.035
Si 24.5 10.867 2.517 0.38 0.274 0.289
Si 27.231 -2.873 2.618 -0.026 0.05 -0.051
Si 29.93 -0.107 2.772 -0.004 0.009 -0.028
Si 32.604 2.638 2.85 0.021 0.011 -0.032
Si 29.993 5.559 2.771 0.061 -0.018 -0.044
Si 32.427 8.026 2.535 0.026 -0.02 -0.107
Si 29.9 10.888 2.546 0 0.033 -0.028
Si 32.606 -2.689 2.736 -0.037 0.007 -0.029
Si 35.224 0.075 3.015 0.026 -0.009 -0.015
Si 37.981 2.498 2.686 -0.042 -0.033 -0.024
Si 35.408 5.316 2.55 -0.223 -0.128 0.404
Si 37.96 8.062 2.801 -0.532 -0.266 0.232
Si 35.246 10.868 2.624 -0.275 -0.361 0.227
Si 38.559 -2.125 2.806 0.044 0.039 0.001
Si -24.99 -0.478 2.978 -0.189 -0.168 0.468
Si -21.662 2.613 2.782 0.257 0.45 0.207
Si -24.541 5.326 2.47 0 -0.036 -0.032
Si -21.895 8.057 2.44 0.119 0.006 -0.033
Si -24.388 11.012 2.864 -0.074 -0.059 -0.017
Si -21.63 -2.559 2.63 0.037 -0.026 -0.002
Si -18.95 0.106 2.805 0.034 0.041 -0.049
Si -16.321 2.728 2.454 0.029 -0.021 -0.083
Si -18.906 5.258 2.6 -0.018 0.016 0.039
Si -16.251 7.934 2.626 -0.037 -0.003 -0.037
Si -19.054 10.687 2.376 -0.379 -0.156 0.334
Si -16.14 -2.665 2.718 -0.013 -0.002 -0.051
Si -13.398 -0.023 2.592 -0.035 0.019 -0.037
Si -10.73 2.707 2.668 0.002 -0.008 -0.055
Si -13.528 5.467 2.654 -0.008 0.001 -0.019
Si -10.633 8.251 2.49 -0.018 0.023 -0.037
Si -13.638 10.76 2.527 0.008 -0.018 0.018
Si -10.742 -2.851 2.529 0.011 0.01 -0.008
Si -8.106 0.001 2.631 0.004 -0.064 -0.009
Si -5.397 2.725 2.851 -0.008 -0.02 0.009
Si -8.006 5.495 2.686 0.011 -0.027 0.041
Si -5.394 8.18 2.773 0.018 0.044 -0.028
Si -8 -5.464 2.583 -0.04 0.01 0.06
Si -5.383 -2.579 2.575 0.004 0.006 0.007
Si -2.661 0.044 2.799 0.022 -0.049 -0.019
Si 0.084 2.795 2.562 -0.016 -0.05 -0.006
Si -2.565 5.519 2.504 -0.001 0.008 -0.037
Si -0.057 8.41 2.594 0.033 0.004 -0.083
Si -2.723 -5.349 2.657 -0.027 0.015 -0.018
Si 0.077 -2.633 2.835 -0.007 0.011 -0.007
Si 1.348 1.448 4.047 0.003 -0.003 0.012
Si 4.051 4.279 3.996 -0.048 0.05 -0.032
Si 1.393 6.924 3.818 -0.034 -0.024 -0.018
Si 4.061 9.67 3.994 -0.033 0.017 0.01
Si 1.355 -3.964 4.279 -0.036 0.019 0.003
Si 4.024 -1.203 4.45 -0.011 0.055 -0.005
Si 6.842 1.493 4.477 -0.024 0.007 -0.005
Si 9.51 4.228 4.407 -0.05 0.057 0.054
Si 6.785 6.88 4.12 0.041 -0.011 0.031
Si 9.621 9.443 4.374 0.032 -0.033 0.001
Si 6.977 12.158 4.311 0.267 -0.301 0.451
Si 9.469 -1.203 4.138 0.004 0.02 0.002
Si 12.111 1.506 4.331 0.039 0.018 0.021
Si 14.808 4.028 4.362 0.079 -0.046 0.039
Si 12.24 6.891 4.519 -0.004 0.002 -0.007
Si 14.857 9.541 4.206 0.019 -0.036 -0.018
Si 12.223 12.351 4.044 -0.019 -0.021 -0.042
Si 14.8 -1.325 4.213 -0.017 0.003 0.049
Si 17.358 1.404 4.238 -0.033 0.043 -0.039
Si 20.309 4.043 4.142 0.004 0.001 -0.005
Si 17.572 6.684 4.134 -0.04 0.025 -0.008
Si 20.265 9.559 4.244 -0.161 0.228 0.391
Si 17.446 12.281 4.388 -0.062 0.033 0.046
Si 20.296 -1.361 4.313 -0.014 0.02 -0.018
Si 23.093 1.347 4.273 -0.014 0.037 0.006
Si 25.723 3.978 4.281 -0.016 0.008 0.008
Si 22.926 6.541 4.174 0.008 0.021 0.001
Si 25.644 9.362 3.986 0.037 0.064 -0.023
Si 23.128 12.212 4.002 -0.004 -0.031 0.023
Si 25.839 -1.405 3.948 0.022 -0.005 -0.005
Si 28.565 1.287 4.097 0.011 -0.023 -0.011
Si 31.267 4.093 4.091 -0.007 -0.005 0.046
Si 28.565 6.863 4.119 -0.082 0.024 -0.028
Si 31.213 9.484 3.941 0.025 0.047 0.036
Si 28.552 12.15 4.059 0.012 -0.011 0.011
Si 31.257 -1.413 4.181 0 -0.008 -0.005
Si 33.907 1.405 4.339 -0.028 0.009 -0.006
Si 36.737 4.018 4.02 0.005 -0.021 -0.015
Si 33.965 6.731 3.87 -0.001 -0.002 0
Si 36.671 9.583 4.038 0.013 0.024 -0.037
Si 33.98 12.242 4.03 0 0.02 0.024
Si 36.744 -1.318 4.108 0.025 -0.007 0.021
Si -25.959 1.276 4.172 0.013 -0.028 0.037
Si -23.129 4.068 3.929 -0.036 -0.075 -0.002
Si -25.919 6.593 3.999 0.021 0.032 -0.04
Si -23.148 9.38 3.99 0.036 0.027 0.004
Si -25.859 12.349 4.063 -0.046 0.019 -0.017
Si -23.106 -1.388 4.053 0.027 0.015 0.007
Si -20.376 1.301 4.209 -0.005 0.018 -0.051
Si -17.585 3.985 4.042 -0.05 -0.024 -0.015
Si -20.376 6.745 3.787 -0.021 0.048 -0.007
Si -17.708 9.374 3.839 0.036 0.075 -0.008
Si -20.277 12.217 3.855 0.024 -0.054 -0.021
Si -17.537 -1.311 4.037 -0.01 -0.009 0.004
Si -14.9 1.344 3.827 -0.034 0.04 0.019
Si -12.152 4.076 3.956 0.006 0 0.008
Si -14.864 6.75 4.088 0.008 -0.009 -0.003
Si -12.106 9.541 3.885 0.007 0.007 -0.026
Si -14.932 12.108 3.975 0.012 -0.011 0.02
Si -12.096 -1.45 3.936 0.028 -0.01 0.002
Si -9.496 1.272 4.047 0.022 -0.005 -0.003
Si -6.676 4.188 4.126 -0.002 0.02 -0.012
Si -9.47 6.813 3.976 0.028 -0.012 -0.023
Si -6.691 -6.717 4.082 -0.005 0.022 0.02
Si -9.461 12.126 3.966 -0.007 -0.029 0.012
Si -6.707 -1.281 4.025 0.009 0.037 0.017
Si -4.088 1.316 4.164 -0.002 -0.042 -0.003
Si -1.204 4.227 3.955 -0.038 -0.027 0.02
Si -3.993 6.758 3.991 0.041 -0.019 -0.002
Si -1.408 -6.705 4.089 0.029 0.011 0.006
Si -4.066 -3.967 3.982 -0.033 0.021 0.005
Si -1.279 -1.26 4.134 -0.037 0.023 0.031
Si 0.05 0.1 5.49 0.008 0.004 -0.002
Si 2.727 2.846 5.382 0.014 -0.002 -0.018
Si 0.094 5.583 5.337 0.048 0.036 0.023
Si 2.708 8.25 5.323 0.023 -0.009 -0.001
Si -0.034 -5.391 5.496 -0.006 -0.014 0.027
Si 2.7 -2.66 5.67 -0.009 -0.032 0.009
Si 5.447 0.114 5.729 -0.037 0.013 -0.005
Si 8.188 2.849 5.762 0.04 -0.017 0.009
Si 5.411 5.533 5.478 -0.003 -0.005 -0.011
Si 8.118 8.161 5.607 -0.033 -0.01 0.009
Si 5.402 10.918 5.518 0.008 0.012 -0.014
Si 8.191 -2.617 5.574 -0.015 0.025 -0.004
Si 10.793 0.068 5.615 -0.035 -0.02 -0.013
Si 13.442 2.777 5.769 0.004 0.006 -0.003
Si 10.834 5.533 5.783 -0.016 0.013 0.021
Si 13.562 8.324 5.75 -0.003 0.003 0.015
Si 10.955 10.959 5.553 0.016 0.032 -0.039
Si 13.47 -2.682 5.59 -0.021 -0.003 0.007
Si 16.183 -0.044 5.64 -0.015 -0.032 -0.004
Si 18.888 2.716 5.503 0.011 0.032 0.007
Si 16.326 5.331 5.619 -0.004 0.014 -0.022
Si 18.905 8.111 5.541 -0.019 -0.008 -0.02
Si 16.222 10.786 5.681 0.029 -0.009 0.022
Si 18.937 -2.728 5.64 0.022 0.004 0.041
Si 21.684 0.009 5.596 -0.02 -0.004 0.038
Si 24.456 2.618 5.687 -0.007 0 -0.028
Si 21.607 5.32 5.65 0.025 0 -0.002
Si 24.319 8.038 5.406 -0.018 0.009 0.022
Si 21.786 10.857 5.462 -0.022 0.015 0.015
Si 24.455 -2.724 5.384 0.003 0.011 0.003
Si 27.181 -0.089 5.419 -0.027 -0.001 -0.012
Si 29.892 2.707 5.437 -0.008 0.001 -0.004
Si 27.146 5.46 5.442 -0.029 0.005 0.007
Si 29.902 8.213 5.452 0.034 -0.032 -0.012
Si 27.096 10.769 5.343 0.026 0.016 -0.041
Si 29.876 -2.808 5.47 0.02 0.015 -0.013
Si 32.571 -0.044 5.57 -0.016 -0.001 0.006
Si 35.362 2.775 5.506 0.008 -0.011 -0.003
Si 32.678 5.433 5.397 0.034 -0.021 -0.026
Si 35.296 8.128 5.302 -0.009 -0.021 -0.011
Si 32.608 10.827 5.337 -0.034 -0.03 0.004
Si 35.371 -2.743 5.393 -0.032 -0.002 -0.006
Si -27.271 -0.009 5.582 0.013 -0.026 -0.017
Si -24.48 2.695 5.34 0.032 0.013 -0.009
Si -27.201 5.303 5.441 -0.001 0.008 -0.004
Si -24.553 8.053 5.315 0.005 -0.019 0.019
Si -27.229 10.933 5.372 0 -0.012 0.016
Si -24.418 -2.758 5.455 -0.04 0.028 0.006
Si -21.789 -0.05 5.456 -0.016 -0.009 0.035
Si -18.964 2.692 5.435 0.035 0.014 0.021
Si -21.735 5.435 5.252 0.026 -0.02 -0.005
Si -19.047 8.067 5.248 -0.022 -0.028 0.014
Si -21.688 10.811 5.24 -0.036 0.014 -0.045
Si -18.965 -2.745 5.29 -0.043 -0.006 -0.002
Si -16.188 0.042 5.345 0.025 -0.024 0.045
Si -13.556 2.693 5.261 -0.015 -0.014 -0.01
Si -16.248 5.373 5.386 0.031 -0.022 0.005
Si -13.476 8.178 5.309 0.027 0.014 -0.02
Si -16.353 10.769 5.259 -0.01 -0.004 0
Si -13.524 -2.798 5.278 -0.032 -0.003 -0.011
Si -10.847 -0.07 5.389 -0.029 -0.022 -0.006
Si -8.108 2.723 5.346 -0.015 -0.034 -0.055
Si -10.832 5.459 5.339 -0.026 -0.014 -0.013
Si -8.102 8.187 5.35 -0.013 0 -0.066
Si -10.836 10.859 5.361 -0.04 0.006 0.025
Si -8.105 -2.73 5.291 0.014 -0.021 -0.012
Si -5.42 -0.006 5.514 -0.003 -0.03 0.048
Si -2.638 2.81 5.324 0.006 0.005 -0.071
Si -5.329 5.501 5.467 0.022 0.003 0.028
Si -2.713 8.183 5.395 -0.038 0.005 0.001
Si -5.36 -5.346 5.413 0.027 0.014 0.002
Si -2.693 -2.659 5.406 -0.014 0.003 -0.017
Si 1.204 -1.302 17.792 0.015 -0.016 0.011
Si 3.917 1.406 17.787 0.002 -0.042 0.019
Si 1.242 4.148 17.816 -0.007 -0.015 -0.014
Si 3.95 6.789 17.782 0.002 0.022 0.021
Si 1.308 -6.706 17.631 0.014 0.052 -0.006
Si 3.935 -4.061 17.76 0.005 -0.013 -0.027
Si 6.676 -1.363 17.697 0.013 0.016 0.002
Si 9.376 1.323 17.72 0.002 0.003 -0.002
Si 6.672 4.085 17.775 0.019 0 0.009
Si 9.361 6.749 17.825 -0.036 -0.044 0.028
Si 6.729 9.469 17.828 0.009 0.006 0.029
Si 9.444 -4.167 17.765 -0.002 0.006 -0.006
Si 12.173 -1.421 17.756 -0.032 -0.001 -0.004
Si 14.945 1.33 17.794 -0.024 0.018 0.019
Si 12.136 4.132 17.823 0.003 0.017 -0.009
Si 14.932 6.784 17.875 -0.023 0.01 -0.004
Si 12.207 9.504 17.875 -0.013 0.022 0.017
Si 14.886 -4.088 17.87 -0.044 -0.018 0.002
Si 17.69 -1.342 17.841 0.001 0.018 0.005
Si 20.381 1.34 17.833 -0.005 -0.003 0.03
Si 17.716 4.045 17.818 0.009 0 -0.012
Si 20.425 6.765 17.772 0.003 -0.038 -0.014
Si 17.7 9.47 17.788 -0.014 -0.025 0.005
Si 20.467 -4.063 17.79 -0.009 0.021 -0.004
Si 23.148 -1.363 17.752 -0.013 -0.027 0.013
Si 25.917 1.392 17.665 -0.006 0.012 -0.007
Si 23.187 4.066 17.704 -0.002 0.002 -0.009
Si 25.933 6.818 17.713 -0.004 0.029 -0.02
Si 23.212 9.553 17.782 0.032 0.014 0.018
Si 25.885 -4.127 17.735 0.003 -0.007 0
Si 28.615 -1.417 17.536 0.024 0.013 0.013
Si 31.404 1.384 17.647 0.009 0.006 0.022
Si 28.657 4.11 17.717 0.013 0.029 0.03
Si 31.312 6.754 17.723 -0.008 -0.005 0.015
Si 28.589 9.453 17.725 -0.024 0.009 -0.014
Si 31.284 -4.142 17.465 0.029 0.002 -0.029
Si 34.024 -1.478 17.676 -0.001 -0.003 0
Si 36.837 1.361 17.614 0.002 0.019 -0.023
Si 34.086 4.112 17.66 -0.012 -0.009 0.009
Si 36.819 6.765 17.657 0.008 -0.002 0.015
Si 34.109 9.449 17.549 -0.042 -0.003 -0.023
Si 36.661 -4.06 17.732 -0.014 -0.021 -0.005
Si -25.881 -1.354 17.741 -0.025 0.004 0.027
Si -23.076 1.37 17.652 0.021 0.012 0.029
Si -25.685 4.105 17.579 0.031 0.014 -0.022
Si -23.064 6.818 17.582 0.012 0.001 -0.032
Si -25.772 9.539 17.603 0.01 -0.05 0.007
Si -23.123 -4.054 17.679 0.014 0.006 0.018
Si -20.397 -1.345 17.629 -0.004 -0.023 0.008
Si -17.688 1.351 17.503 -0.006 -0.004 -0.013
Si -20.374 4.045 17.541 -0.016 0.004 0
Si -17.613 6.816 17.497 0.019 0.007 -0.007
Si -20.402 9.539 17.557 0.02 -0.003 -0.014
Si -17.706 -4.061 17.496 -0.009 0.003 -0.011
Si -14.948 -1.351 17.486 -0.006 -0.002 0.006
Si -12.241 1.374 17.549 0.008 0.004 0.007
Si -14.904 4.078 17.534 0.008 0.018 0.001
Si -12.219 6.822 17.569 -0.018 -0.016 -0.002
Si -14.931 9.488 17.482 0.031 -0.003 -0.021
Si -12.169 -4.055 17.541 -0.006 0.012 -0.014
Si -9.55 -1.369 17.651 0.009 -0.01 0.01
Si -6.816 1.376 17.687 0.028 0.015 -0.012
Si -9.541 4.132 17.589 -0.004 0.012 -0.021
Si -6.858 6.834 17.678 -0.033 0.033 -0.004
Si -9.492 9.571 17.657 0.027 0.039 0.019
Si -6.876 -4.097 17.741 -0.04 -0.03 0.011
Si -4.122 -1.309 17.762 0.016 0.013 0.008
Si -1.457 1.417 17.867 -0.008 -0.024 0.043
Si -4.164 4.083 17.685 -0.02 -0.009 0.012
Si -1.474 6.869 17.733 -0.009 -0.019 -0.017
Si -4.178 9.563 17.737 0.007 0.006 -0.002
Si -1.479 -4.007 17.693 -0.028 0.031 -0.012
Si 2.518 0.091 19.166 -0.005 0.007 0.022
Si 5.308 2.742 19.125 -0.004 0.046 0.027
Si 2.565 5.511 19.216 0.001 0.022 -0.014
Si 5.371 8.05 19.146 0.053 -0.024 0.024
Si 2.572 -5.414 19.123 -0.005 -0.02 0.058
Si 5.303 -2.679 19.051 -0.038 -0.011 0
Si 8.079 -0.11 19.071 0.017 -0.007 0.025
Si 10.63 2.782 19.036 -0.002 -0.008 -0.015
Si 8.001 5.368 19.234 0.001 0.013 0.007
Si 10.759 8.108 19.114 0.02 0.002 -0.052
Si 8.121 10.815 19.184 0.036 -0.003 -0.003
Si 10.841 -2.849 19.089 0.056 -0.046 -0.02
Si 13.475 0.001 19.077 0.02 -0.059 0.001
Si 16.393 2.622 19.146 0.013 -0.014 0
Si 13.516 5.451 19.241 -0.057 0.034 0.006
Si 16.41 8.081 19.198 0 -0.034 0.017
Si 13.534 10.881 19.301 -0.039 0.028 0.023
Si 16.248 -2.652 19.158 -0.01 -0.013 0.006
Si 19.059 -0.036 19.281 -0.034 -0.001 0.033
Si 21.794 2.759 19.073 -0.019 0.042 -0.011
Si 19.118 5.374 19.186 0.013 0.038 -0.002
Si 21.795 8.183 19.047 -0.02 0.027 -0.018
Si 19.06 10.887 19.075 0.005 -0.031 -0.018
Si 21.847 -2.728 19.188 -0.016 0.003 0
Si 24.542 0.059 19.003 -0.036 -0.019 0.005
Si 27.303 2.732 19.034 0.006 -0.019 -0.024
Si 24.609 5.413 19.011 0.008 -0.012 -0.02
Si 27.255 8.129 19.178 0.004 -0.057 0.005
Si 24.599 10.867 19.228 0.003 0.022 0.012
Si 27.302 -2.728 18.971 -0.02 0.011 -0.012
Si 30.024 -0.093 18.828 0.019 -0.043 -0.047
Si 32.751 2.779 19.045 -0.057 -0.003 -0.031
Si 29.954 5.462 19.187 -0.027 -0.021 0.009
Si 32.798 8.104 18.936 0.028 0.03 -0.043
Si 30.009 10.877 18.913 -0.01 -0.014 0.01
Si 32.608 -2.966 18.957 0.039 0.058 0.099
Si 35.449 -0.042 18.896 0.004 -0.063 0.017
Si 38.228 2.792 18.916 0.004 -0.053 -0.012
Si 35.443 5.448 19.068 -0.012 0.032 0.001
Si 38.267 8.098 18.956 0.048 -0.014 0.028
Si 35.297 10.811 19.042 -0.031 0.026 0.044
Si 37.951 -2.673 19.162 -0.038 0.038 -0.024
Si -24.452 0.035 19.033 0 -0.003 0.013
Si -21.685 2.734 19.02 -0.008 0.008 -0.004
Si -24.303 5.415 18.994 0.019 -0.032 0.014
Si -21.767 8.216 18.943 -0.022 -0.027 0.01
Si -24.519 10.919 19.043 -0.014 0.036 -0.013
Si -21.735 -2.701 19.041 0.005 0.02 0.003
Si -19.055 0.085 18.947 -0.031 0.062 0.006
Si -16.264 2.651 18.808 0.005 0.01 -0.006
Si -18.963 5.421 18.787 0.001 -0.017 -0.002
Si -16.267 8.171 18.884 -0.008 0.013 0.001
Si -19.037 10.905 18.879 -0.021 0.018 -0.011
Si -16.385 -2.647 18.799 0.005 -0.014 0.016
Si -13.536 -0.076 18.861 -0.003 0.003 0.011
Si -10.955 2.813 18.897 -0.018 -0.001 -0.012
Si -13.558 5.446 18.92 0.001 -0.045 -0.02
Si -10.874 8.2 18.934 0.016 0.003 0.02
Si -13.546 10.86 18.767 0.01 -0.048 -0.012
Si -10.846 -2.785 19.039 -0.008 -0.01 -0.013
Si -8.233 0.038 18.992 -0.026 -0.01 0.017
Si -5.441 2.69 19.095 0.026 -0.023 0.005
Si -8.205 5.443 19.012 0.025 0.011 0.007
Si -5.616 8.259 19.09 -0.001 -0.023 -0.009
Si -8.238 -5.425 19.201 0.003 0.016 0
Si -5.497 -2.721 19.043 -0.011 -0.025 -0.02
Si -2.797 0 19.256 -0.007 -0.004 -0.019
Si -0.143 2.877 19.228 -0.007 -0.018 -0.014
Si -2.91 5.513 19.039 -0.044 0.017 0.023
Si -0.044 -8.023 18.953 -0.018 -0.016 -0.079
Si -2.79 -5.381 19.06 0.021 0.034 -0.025
Si -0.22 -2.64 19.123 0.013 0.075 -0.015
Si 1.139 1.444 20.603 0.016 0.006 0.011
Si 3.964 4.115 20.533 0.008 -0.026 0.064
Si 1.179 7.021 20.464 -0.036 -0.012 0.077
Si 4.005 -6.85 20.369 0.009 0.028 -0.046
Si 1.089 -4.042 20.415 0.026 -0.005 -0.056
Si 3.917 -1.334 20.407 0.013 0.016 -0.04
Si 6.691 1.271 20.343 -0.054 -0.022 -0.018
Si 9.259 3.903 20.615 -0.013 -0.036 0.014
Si 6.658 6.686 20.654 -0.047 -0.024 0
Si 9.523 9.449 20.59 -0.055 0.017 0.006
Si 6.674 -4.063 20.356 0.013 -0.014 -0.01
Si 9.411 -1.594 20.394 0.024 -0.026 0
Si 11.94 1.356 20.246 -0.017 0.062 -0.006
Si 14.942 3.943 20.376 0.014 0.034 -0.009
Si 11.915 6.691 20.565 -0.209 -0.384 -0.307
Si 15.117 9.557 20.473 0.027 -0.025 -0.062
Si 12.068 -4.092 20.69 -0.047 -0.013 -0.033
Si 14.824 -1.287 20.496 -0.016 0.006 0.014
Si 17.683 1.318 20.697 -0.015 0.025 -0.007
Si 20.509 4.042 20.571 -0.006 -0.009 -0.028
Si 17.782 6.685 20.598 -0.042 0.009 -0.028
Si 20.432 9.545 20.418 -0.011 0.019 0.012
Si 17.721 -4.005 20.382 0.013 0.002 0.041
Si 20.548 -1.356 20.612 -0.032 0.018 -0.006
Si 23.224 1.469 20.362 0.033 -0.016 -0.02
Si 26.022 4.156 20.428 0.041 0.04 0
Si 23.225 6.798 20.265 -0.012 0.001 0.058
Si 26.004 9.511 20.633 0.035 0.003 0.016
Si 23.244 -4.048 20.583 -0.017 0.021 -0.023
Si 25.932 -1.325 20.265 0.01 -0.024 -0.005
Si 28.703 1.228 20.177 -0.013 0.049 0.013
Si 31.401 4.113 20.48 0.027 -0.012 0.042
Si 28.622 6.86 20.648 -0.025 -0.051 -0.017
Si 31.636 9.711 20.136 0.03 0.01 0.078
Si 28.708 -4.06 20.315 0.047 0.029 0.053
Si 31.298 -1.481 20.202 -0.009 0.046 -0.043
Si 34.19 1.363 20.232 0.084 0.172 0.028
Si 36.891 4.095 20.336 -0.042 -0.032 0.037
Si 34.133 6.864 20.467 -0.032 0.012 0.085
Si 36.867 9.484 20.189 -0.007 0.058 0.029
Si 33.361 -4.801 20.337 0.058 -0.105 0.025
Si 36.539 -1.296 20.578 -0.019 -0.039 0.012
Si 39.524 1.481 20.368 0.002 -0.037 -0.022
Si -22.899 4.149 20.458 -0.017 0.032 -0.019
Si 39.658 6.759 20.361 -0.059 0.048 -0.006
Si -23.132 9.57 20.379 -0.013 -0.006 0.025
Si 39.367 -4.039 20.439 -0.007 0.005 0.038
Si -23.077 -1.289 20.411 0.008 0.013 0.003
Si -20.334 1.436 20.447 0.006 -0.014 -0.021
Si -17.581 4.057 20.105 -0.004 0.019 -0.017
Si -20.294 6.803 20.109 0.038 0.008 -0.023
Si -17.641 9.565 20.185 -0.029 0.023 -0.032
Si -20.344 -4.111 20.342 0.009 -0.014 0.002
Si -17.701 -1.288 20.231 0.017 -0.006 0.013
Si -14.924 1.254 20.149 -0.041 0 -0.011
Si -12.261 4.112 20.371 0.019 0.034 -0.018
Si -14.878 6.837 20.244 0.049 -0.03 -0.037
Si -12.191 9.633 20.247 -0.004 0.05 -0.001
Si -14.978 -4.088 19.938 -0.001 0.012 0.052
Si -12.236 -1.426 20.308 -0.023 0.061 0.013
Si -9.632 1.482 20.239 0.042 -0.008 0.002
Si -6.841 4.055 20.359 -0.046 0.004 0
Si -9.575 6.835 20.333 -0.007 0.022 0.018
Si -6.932 9.513 20.626 -0.011 -0.026 0.017
Si -9.609 -4.084 20.63 -0.026 -0.022 0.027
Si -6.907 -1.377 20.324 0.008 0.011 -0.011
Si -4.12 1.396 20.626 0.023 0.05 0.035
Si -1.538 4.33 20.522 0.063 0.027 0.017
Si -4.26 6.904 20.388 0.065 -0.065 -0.012
Si -1.343 -6.704 20.358 -0.001 0.02 0.002
Si -4.165 -4.088 20.435 0.008 0.001 -0.005
Si -1.514 -1.403 20.71 0.003 -0.009 0.013
Si -0.17 0.066 22.043 -0.054 0.002 -0.021
Si 2.653 2.705 21.889 0.307 -0.288 -0.327
Si -0.784 6.339 21.618 -0.184 0.046 -0.697
Si 2.65 8.277 21.842 0.016 -0.014 0.059
Si -0.092 -5.405 21.955 -0.039 0.011 0.074
Si 2.502 -2.694 21.653 -0.039 0.002 -0.008
Si 5.364 -0.051 21.696 0.038 0.039 -0.035
Si 7.902 2.426 21.97 -0.037 -0.012 0.099
Si 5.318 5.281 22.116 0.014 0.031 0.037
Si 8.079 8.116 21.889 0.007 -0.044 0.033
Si 5.348 -5.451 21.644 -0.045 -0.058 0.02
Si 8.018 -2.877 21.842 0.085 -0.049 -0.025
Si 10.601 -0.024 21.6 -0.04 -0.022 0.007
Si 13.37 2.628 21.527 -0.047 0.064 -0.052
Si 10.559 5.285 21.969 0.034 -0.058 0.056
Si 13.958 8.41 22.111 0.589 -0.292 -0.121
Si 10.683 10.874 22.152 -0.003 0.046 -0.018
Si 13.353 -2.499 21.889 -0.039 -0.02 0.014
Si 15.991 0.138 21.982 -0.012 -0.003 0.067
Si 19.364 2.479 21.969 0.036 -0.002 0.098
Si 16.329 5.206 21.791 -0.01 0.184 -0.314
Si 19.178 8.145 21.866 0.002 -0.028 0.032
Si 16.482 10.932 21.797 0.246 -0.288 -0.302
Si 19.132 -2.825 21.829 0.368 -0.227 -0.347
Si 22.105 0.035 21.802 -0.008 -0.047 0.063
Si 24.561 2.872 21.693 -0.034 -0.034 0.034
Si 21.934 5.535 21.75 0.004 -0.006 0.028
Si 24.501 8.045 21.774 0.02 0.027 -0.018
Si 21.834 10.836 21.833 -0.057 0.06 0.015
Si 24.74 -2.641 21.8 0.045 0 0.116
Si 27.298 0.032 21.596 0.046 0.005 0.009
Si 30.159 2.383 21.548 0.401 -0.262 -0.516
Si 27.158 5.41 22.141 0.058 0.012 0.061
Si 30.186 8.457 21.628 0.019 0.035 0.019
Si 27.533 10.945 21.875 0.027 0.033 0.17
Si 29.936 -2.615 21.753 -0.01 0.05 0.019
Si 32.95 -0.295 21.279 0.011 -0.045 0.009
Si 36.028 2.241 21.499 0.036 -0.249 -0.546
Si 32.66 5.654 21.877 -0.3 0.275 -0.27
Si 35.648 8.243 21.702 0.236 -0.399 -0.301
Si -31.862 -3.875 22.51 -0.347 0.336 -0.368
Si 34.567 -1.767 22.129 0.006 -0.01 0.054
Si 37.727 0.51 21.584 -0.199 0.119 -0.489
Si 40.93 2.836 21.782 -0.014 -0.032 0.067
Si 38.213 5.499 21.72 0.002 0.019 0.04
Si 41.029 8.055 21.81 0.018 -0.053 0.061
Si 37.933 10.899 21.735 0.017 0.027 -0.671
Si 40.809 -2.703 21.716 0.412 -0.29 -0.246
Si -21.717 0.086 21.851 -0.031 -0.004 0.035
Si -18.837 2.845 21.666 -0.038 0.066 0.146
Si -21.364 5.523 21.736 0.029 -0.02 0.096
Si -18.945 8.134 21.449 -0.037 0.005 0.035
Si -21.697 10.848 21.747 0.012 -0.001 0.011
Si -18.992 -2.666 21.622 -0.071 0.01 0.007
Si -16.219 -0.065 21.59 0.004 -0.002 0.031
Si -13.662 2.612 21.536 0.033 0.015 0
Si -16.246 5.405 21.458 0.002 -0.028 0.017
Si -13.517 8.253 21.538 -0.016 -0.008 0.048
Si -16.263 10.978 21.4 0.07 -0.05 0.017
Si -13.703 -2.892 21.428 0.01 -0.089 -0.051
Si -10.88 0.033 21.573 -0.004 -0.032 0.021
Si -8.278 2.746 21.695 -0.02 0.05 -0.038
Si -10.92 5.533 21.75 -0.019 -0.043 0.042
Si -7.457 6.257 23.083 -0.29 -0.098 -0.594
Si -11.06 -5.485 21.991 -0.036 0.023 0.118
Si -8.127 -2.695 21.885 -0.006 -0.019 0.012
Si -5.603 -0.093 21.773 0.016 -0.004 0.037
Si -2.839 3.005 21.947 -0.383 0.183 -0.438
Si -5.661 5.554 21.732 0.014 0.013 0.047
Si -2.575 -8.279 21.555 0.008 -0.055 -0.025
Si -5.398 -5.49 21.877 -0.005 -0.026 0
Si -2.893 -2.9 22.039 0.033 0.023 0.038
Si 1.427 -1.208 23.138 0.396 0.274 -0.289
Si 4.313 1.522 23.099 0.049 0.022 0.109
Si 2.002 4.494 24.289 0.051 0.012 -0.146
Si 3.88 6.821 23.249 0.09 -0.097 -0.751
Si 1.949 10.22 23.02 0.097 0.151 -0.571
Si 3.737 -4.249 22.816 0.089 -0.003 -0.093
Si 6.906 -1.236 23.035 -0.144 -0.024 -0.058
Si 8.815 0.508 23.096 -0.262 0.057 -0.489
Si 6.133 3.228 23.311 -0.299 -0.005 -0.701
Si 9.329 6.741 23.372 -0.142 -0.08 -0.736
Si 6.98 -6.475 23.018 -0.038 0.032 0.046
Si 8.673 -4.718 23.285 -0.032 -0.121 -0.522
Si 12.322 -0.696 23.013 -0.018 0.019 0.066
Si 14.029 1.015 23.056 0.003 -0.013 0.017
Si 12.391 4.189 22.921 -0.408 -0.248 -0.511
Si 14.773 6.367 22.975 0.31 0.376 -0.55
Si 12.252 10.223 23.843 -0.456 0.278 0.217
Si 14.687 -3.388 23.551 -0.637 -0.018 -0.056
Si 16.89 -1.289 23.543 -0.255 0.377 -0.554
Si 20.901 1.241 23.364 -0.084 0.147 -0.611
Si 18.326 3.716 23.589 0.052 -0.327 -0.456
Si 21.079 7.345 23.006 0.176 0.112 -0.516
Si 18 9.748 23.11 -0.009 -0.145 -0.656
Si 20.228 -4.413 23.153 0.156 0.113 -0.652
Si 23.856 -0.857 23.067 0.003 -0.156 -0.697
Si 25.936 1.438 22.879 0.032 0.046 -0.52
Si 23.604 4.541 23.071 -0.054 0.029 0.069
Si 25.233 6.337 23.251 0.003 -0.062 -0.013
Si 22.779 9.052 22.982 -0.002 -0.004 0.071
Si 26.548 -3.56 22.967 0.094 0.138 -0.656
Si 28.087 -1.713 22.938 -0.035 -0.241 -0.539
Si 31.792 1.115 22.676 -0.339 -0.349 -0.078
Si 27.978 3.613 23.561 -0.342 0.477 -0.227
Si 31.15 6.978 23.16 0.269 -0.009 -0.682
Si 29.602 -6.027 22.978 -0.067 0.098 -0.587
Si 31.073 -4.061 23.218 0.099 -0.092 -0.635
Si -30.753 -0.878 24.302 -0.06 -0.112 -0.604
Si -29.86 2.22 24.509 -0.104 0.024 0.027
Si -32.246 3.577 23.894 0.025 0.135 0.026
Si 37.313 7.249 23.019 0.073 0.095 0
Si -29.782 -5.685 23.502 0.098 -0.031 -0.082
Si -29.637 -2.914 26.382 0.031 0.031 -0.028
Si -25.72 -0.578 23.688 -0.001 0.08 -0.102
Si 42.054 1.349 23.233 0.492 0.397 -0.24
Si 39.653 4.308 23.117 -0.04 -0.063 -0.667
Si -22.251 7.343 22.917 0.112 0.175 -0.638
Si 39.319 8.71 23.342 -0.117 -0.724 -0.357
Si 42.395 -3.86 23.029 -0.183 -0.209 -0.678
Si -20.597 -1.635 23.02 0.249 0.197 -0.761
Si -17.251 1.589 22.863 -0.072 -0.052 -0.728
Si -19.393 4.797 22.959 -0.049 0.059 -0.711
Si -17.751 6.598 22.744 0.004 0.05 0.104
Si -20.533 9.112 22.86 -0.24 -0.203 -0.424
Si -17.13 -3.595 22.679 -0.085 -0.027 0.028
Si -15.384 -1.968 22.737 0.041 0.093 -0.026
Si -12.335 1.287 22.927 -0.034 -0.191 -0.615
Si -15.147 3.843 22.823 -0.036 0.097 -0.59
Si -11.94 7.294 23.009 0.322 0.206 -0.529
Si -14.718 9.856 22.717 0.308 0.273 -0.454
Si -13.089 -4.602 22.959 0.163 -0.332 -0.588
Si -9.104 -0.777 22.894 0.337 0.072 -0.472
Si -7.386 0.943 22.927 0.022 -0.004 0.025
Si -9.194 4.526 22.996 0.266 0.13 -0.532
Si -8.398 8.118 21.942 -0.006 -0.006 0.068
Si -10.133 9.049 23.331 0.049 0.041 -0.011
Si -6.402 -3.746 23.196 0.024 -0.012 0.114
Si -4.805 -1.952 23.082 -0.059 -0.107 -0.591
Si -1.448 1.052 23.862 0.33 -0.295 -0.391
Si -4.375 4.255 23.167 0.126 0.143 -0.689
Si -0.486 6.025 24.752 -0.679 -0.194 0.135
Si -3.535 -6.578 22.988 0.263 0.155 -0.47
Si -1.963 -4.748 23.363 -0.022 0.037 0.074
Si -0.548 1.639 26.855 -0.122 -0.063 -0.253
Si 5.158 -2.66 24.108 0.089 0.005 -0.497
Si -0.062 6.709 -5.792 -0.077 0.05 -0.081
Si 5.894 -7.547 24.818 0.328 0.243 -0.598
Si 1.842 -5.3 25.805 -0.027 -0.191 0.07
Si 0.268 -2.575 25.671 -0.011 0.185 0.066
Si 3.229 -0.196 24.389 -0.107 0.303 -0.705
Si 11.161 -2.545 26.883 0.085 -0.037 -0.108
Si 7.707 6.444 25.946 0.048 -0.078 -0.127
Si 6.569 3.598 26.383 0.099 0.048 -0.06
Si 4.891 -4.844 26.109 0.198 -0.038 -0.048
Si 4.872 1.588 -3.884 0.088 -0.052 0.052
Si 18.283 5.217 -0.273 -0.594 0.215 0.111
Si 13.127 2.144 24.947 0.315 -0.437 -0.462
Si 7.681 -5.174 -3.553 -0.372 -0.435 0.133
Si 16.668 -7.337 25.894 0.016 -0.024 -0.104
Si 9.139 8.07 -0.077 0.235 -0.499 0.601
Si 15.372 -5.181 27.371 -0.034 0.024 0.058
Si 20.543 -0.721 -3.757 0.048 -0.012 -0.035
Si 18.125 2.186 26.438 0.003 0.013 -0.114
Si 20.109 5.554 25.103 0.072 0.087 -0.119
Si 18.154 -7.556 -4.056 -0.036 0.031 -0.057
Si 13.242 11.983 25.152 0.054 0.046 -0.646
Si 14.493 -4.567 -4.462 0.058 0.052 -0.133
Si 25.274 -4.246 25.774 0.007 -0.054 -0.12
Si 28.983 -0.993 25.889 -0.058 -0.021 -0.026
Si 22.496 3.588 24.928 0.339 0.137 -0.506
Si 25.191 7.505 25.359 -0.262 0.142 -0.528
Si 22.036 -2.62 -5.143 0.026 0.041 -0.085
Si 23.67 -6.964 25.128 0.089 -0.431 -0.482
Si 30.755 -2.514 -4.667 -0.04 0.05 0.029
Si -30.915 -1.689 -5.741 -0.073 -0.038 0.035
Si -32.299 1.779 27.105 -0.106 0.019 0.097
Si -31.528 -4.803 -5.828 0.042 -0.093 -0.1
Si 25.592 -4.508 -1.006 0.359 0.196 0.691
Si 27.937 8.081 26.775 -0.094 -0.306 0.543
Si 31.75 0.181 24.81 -0.051 0.056 -0.554
Si -27.393 -6.701 -5.66 -0.237 0.567 0.291
Si -28.922 6.584 25.052 0.101 0.277 -0.43
Si -20.339 -6.233 -4.093 0.004 -0.092 0.014
Si 30.52 -7.608 25.41 0.052 0.024 -0.164
Si -25.541 -6.735 26.305 0.003 -0.039 -0.043
Si -25.419 -1.512 26.613 0.094 0.012 0.002
Si -21.648 4.972 -5.326 0.009 -0.014 -0.158
Si -29.615 2.622 -2.716 -0.029 0.047 0.083
Si -22.185 8.051 -5.509 0.068 0.08 -0.045
Si -27.859 -7.493 -1.812 -0.067 0.094 0.081
Si -20.926 0.439 -3.291 -0.006 0.068 0.167
Si -19.962 -1.242 -5.802 0.015 -0.072 0.024
Si -19.289 -1.632 25.857 -0.01 -0.084 -0.106
Si 42.966 2.603 25.083 -0.346 -0.38 -0.371
Si -16.475 7.809 24.405 -0.259 -0.274 -0.552
Si -18.651 -6.663 25.438 0.025 -0.008 -0.223
Si -17.205 -3.857 24.974 0.106 0.057 -0.687
Si -17.823 0.897 25.71 -0.085 -0.017 -0.033
Si -15.19 1.261 27.194 -0.061 0.083 0.018
Si -14.045 5.93 24.935 -0.015 0.086 -0.179
Si -8.346 -4.459 -5.048 0.006 -0.064 -0.04
Si -14.146 -2.94 -2.999 0.045 0.091 0.007
Si -10.187 -0.224 -0.847 0.05 -0.025 0.045
Si -10.722 2.909 24.991 0.086 0.106 -0.01
Si -6.227 2.051 24.619 -0.413 -0.421 -0.298
Si -7.702 0.277 -2.221 -0.038 0.045 -0.007
Si -8.901 -6.647 25.413 -0.482 -0.168 -0.518
Si -7.092 -4.135 25.487 0.387 0.037 -0.577
Si -4.466 4.339 -4.452 0.006 0.011 0.013
Si -3.704 6.029 -2.05 -0.009 -0.005 0.068
Si -4.064 -0.128 25.274 -0.022 0.082 -0.083
Si -7.384 3.59 27.091 0.045 0.165 -0.059
Si -4.406 -7.971 25.788 -0.595 -0.235 -0.09
Si 1.062 -3.965 -5.7 -0.12 0.04 -0.1
Si 0.561 5.639 -3.105 0.036 0.081 -0.061
Si 0.268 7.261 27.203 -0.088 -0.029 -0.083
Si 7.623 0.316 -3.664 -0.062 0.025 0.065
Si 3.529 3.804 26.699 -0.072 0.076 -0.028
Si -2.699 5.715 25.525 0.618 0.032 -0.376
Si -4.59 -5.253 27.198 0.001 0.03 -0.005
Si 1.786 -0.273 27.104 0.005 -0.068 -0.138
Si 16.307 6.54 -3.857 0.021 0.098 0.031
Si 10.823 -6.975 27.636 -0.091 0.03 0.03
Si 3.803 -7.254 -1.379 0.032 -0.106 -0.024
Si 10.088 1.18 -0.256 -0.324 0.375 0.313
Si 4.151 -7.733 -5.441 0.042 -0.09 -0.015
Si 7.635 -2.454 -5.064 0.143 -0.057 0.013
Si 5.913 4.5 -0.08 0.373 -0.237 0.501
Si 14.381 7.077 25.579 0.062 -0.013 0.073
Si 18.089 -5.543 -1.733 -0.011 0.044 -0.047
Si 12.946 0.953 -3.879 -0.022 0.035 -0.069
Si 11.66 -8.03 24.962 -0.013 0.565 -0.19
Si 7.923 -0.857 -1.001 -0.072 0.004 0.16
Si 20.096 4.811 -4.306 0.053 -0.057 0.05
Si 20.156 1.167 -1.726 -0.028 0.094 0.015
Si 15.462 -7.365 -5.108 0.052 -0.019 0.072
Si 14.069 0.356 -1.241 0.048 -0.059 0.096
Si 19.022 -0.391 25.368 0.079 -0.036 -0.057
Si 20.543 -3.038 25.952 -0.029 -0.061 -0.079
Si 28.088 -3.35 -5.473 0.072 -0.133 0.063
Si 29.342 -6.87 -4.585 -0.167 0.108 -0.667
Si 25.005 5.916 -5.713 -0.046 0.057 -0.025
Si 27.26 4.812 -4.14 -0.036 0.024 0.017
Si 20.599 -5.813 -0.466 -0.161 -0.029 -0.072
Si 27.17 0 -0.739 -0.038 0.029 0.06
Si 29.31 1.042 -2.539 0.021 0.005 0.068
Si -31.108 6.786 26.939 -0.022 -0.125 -0.002
Si 29.089 6.933 -2.85 -0.064 0.426 0.568
Si 28.416 2.177 -5.169 -0.135 0.041 -0.077
Si 30.564 -3.517 26.413 0.023 -0.062 -0.191
Si 31.944 0.014 -3.067 0.072 0.023 -0.009
Si -32.305 2.927 -3.809 0.051 -0.045 0.074
Si -28.338 3.599 -5.468 0.011 -0.048 0.056
Si -26.316 6.556 -2.653 0.113 0.026 0.064
Si -18.016 6.289 -0.817 0.366 0.018 0.557
Si 30.272 4.675 25.016 0.038 0.038 -0.01
Si -27.946 -4.661 -4.663 0.066 -0.625 -0.206
Si -27.555 3.731 25.401 -0.016 -0.001 0.006
Si -19.525 3.354 25.71 -0.025 -0.07 -0.048
Si -25.957 5.316 -5.332 0.036 -0.001 0.089
Si -21.491 -7.302 -1.745 -0.078 0.172 0.177
Si -29.578 -5.154 -2.145 -0.094 -0.066 -0.089
Si -23.702 -4.191 26.065 -0.092 0.071 -0.037
Si -23.556 -0.203 -1.663 0.063 0.028 0.039
Si -15.504 -8.015 -4.261 -0.029 0.046 0.05
Si -17.345 4.208 -3.077 -0.143 0.108 -0.037
Si -18.644 -4.005 -5.241 0.039 0.034 -0.004
Si -19.147 7.916 -2.807 0.056 0.194 0.019
Si -18.863 -0.08 -0.985 -0.003 -0.013 0.199
Si -14.457 -2.737 24.766 -0.292 0.211 -0.468
Si -13.619 5.95 -4.854 -0.089 -0.079 0.091
Si -17.882 6.394 -4.965 0.114 -0.01 -0.037
Si -8.654 -6.809 -1.277 0.091 -0.035 0.543
Si -12.732 -5.145 -1.489 0.059 0.043 0.083
Si -13.047 -0.188 25.619 0.004 -0.056 -0.169
Si -10.053 -0.014 25.669 -0.095 0.043 -0.069
Si -8.967 6.754 -2.333 -0.002 0.086 0.138
Si -6.311 6.248 -0.608 -0.123 0.337 0.486
Si -6.029 -7.595 -5.694 0.175 0.292 -0.426
Si -8.157 -1.732 27.21 0.036 -0.153 0.002
Si -2.754 0.618 -3.215 0 0.041 -0.058
Si -2.454 -2.328 -3.4 -0.057 -0.051 0.022
Si 0.98 -1.19 -0.73 0.213 -0.216 0.61
Si -6.301 -6.062 -3.206 -0.065 -0.1 0.024
Si 0.92 -6.504 -1.564 -0.006 -0.051 -0.095
Si -1.927 -4.401 25.84 -0.005 -0.188 -0.634
Si -6.609 7.558 25.771 0.544 -0.101 0.577
Si -1.247 0.97 -0.607 -0.196 0.11 0.571
Si 3.549 6.008 -4.132 0.041 -0.073 -0.081
Si -0.952 7.366 -1.21 -0.143 -0.039 0.655
Si 6.195 -7.031 -3.436 0.288 0.569 0.221
Si 0.779 3.155 -1.734 0.101 0.041 0.113
Si 2.916 1.179 -1.706 0.199 0.245 0.611
Si 7.931 -3.822 -1.135 0.108 -0.082 0.117
Si 10.107 2.194 -3.293 0.006 -0.067 0.202
Si 8.662 4.769 -4.462 -0.036 -0.099 -0.036
Si 5.913 4.415 -3.03 0.087 0.045 0.023
Si 5.17 -4.75 -0.252 0.069 0.051 0.017
Si 9.928 -6.643 -4.919 -0.038 -0.08 -0.057
Si 4.593 1.067 1.839 0.024 0 -0.062
Si 15.089 2.162 27.301 0.017 0.01 0.001
Si 11.102 -0.085 24.971 0.504 -0.273 -0.528
Si 15.493 -4.031 -1.769 0.126 -0.186 0.068
Si 8.782 7.584 -3.145 -0.035 0.144 0.009
Si 16.511 -1.225 -1.731 -0.019 0.029 0.001
Si 9.01 -4.655 26.514 -0.059 0.061 -0.023
Si 15.858 2.09 -4.274 0.054 -0.03 0.079
Si 18.102 3.177 -2.596 0.048 0.038 0.016
Si 21.955 3.367 -2.639 -0.043 0.151 -0.057
Si 17.641 -0.547 -4.485 0.057 0.08 0.033
Si 18.876 7.118 27.225 0.033 -0.029 0.063
Si 21.632 -7.673 27.478 0.215 -0.006 -0.084
Si 24.646 3.645 -3.94 0.121 -0.535 -0.41
Si 20.768 5.965 -1.846 -0.041 -0.151 0.003
Si 25.282 1.728 -5.107 -0.225 0.555 0.413
Si 25.094 -7.348 -5.346 0.086 0.018 -0.034
Si 23.297 -1.802 25.947 0.088 -0.019 -0.132
Si 24.452 -1.627 -1.167 -0.046 0.037 -0.059
Si 30.027 3.049 -0.462 -0.054 0.016 0.179
Si 26.99 -5.437 -3.643 -0.162 0.018 -0.036
Si 29.01 7.644 -0.507 0.641 -0.247 -0.3
Si 23.419 -0.529 -3.902 0.043 0.115 0.009
Si -32.422 -5.232 -0.938 0.116 0.078 0.092
Si -29.014 -1.094 -0.272 0.475 -0.176 0.193
Si 32.214 5.298 -0.407 -0.402 0.481 0.514
Si 31.973 5.786 -3.24 0.189 0.023 -0.084
Si 31.841 4.701 27.616 -0.007 -0.036 -0.072
Si 31.818 -5.36 -3.716 -0.02 0.099 0.02
Si -25.837 -5.119 -2.627 -0.087 -0.018 -0.058
Si -26.944 1.003 -5.381 0.016 0.049 -0.055
Si -30.38 -0.444 -2.845 -0.089 -0.015 -0.005
Si -28.493 -5.529 26.222 -0.057 0.012 0.021
Si -20.769 4.777 -0.442 0.046 -0.485 0.394
Si -27.191 3.841 -1.363 -0.086 -0.033 -0.043
Si -23.922 3.037 -5.059 0.014 0.006 -0.131
Si -20.271 3.444 -3.227 0.005 0.023 0.07
Si -25.55 1.661 -2.889 -0.011 0.075 -0.062
Si -23.399 5.53 24.903 -0.023 -0.011 0.021
Si -24.556 -6.592 -4.794 -0.135 0.086 -0.109
Si -24.928 -2.801 -0.599 -0.757 0.268 0.133
Si -15.266 -6.742 -1.632 -0.112 0.023 -0.013
Si -16.267 -1.86 -1.068 -0.032 -0.009 0.122
Si -14.467 3.481 -3.416 0.066 0.202 -0.089
Si -24.18 7.95 -0.656 0.094 -0.421 0.548
Si -10.768 5.097 -0.657 0.032 0 0.144
Si -15.945 -5.066 -3.918 -0.074 -0.125 -0.016
Si -10.277 -4.759 -2.843 0.119 0.029 -0.022
Si -13.352 3.289 -0.742 -0.129 0.124 0.17
Si -12.428 4.48 27.095 0.014 -0.091 -0.079
Si -5.795 1.01 -0.117 -0.402 0.302 0.402
Si -2.088 2.713 -5.447 -0.03 -0.068 0.005
Si -11.296 -1.849 -3.135 -0.055 -0.062 -0.075
Si -8.731 -1.396 -4.479 -0.063 0.067 0.022
Si -3.003 -2.795 -0.348 0.069 0.535 0.262
Si -8.564 7.274 -5.404 0.103 0.069 -0.038
Si -4.613 3.755 -0.4 0.237 -0.135 0.46
Si -5.246 -4.988 -0.632 -0.114 0.045 -0.023
Si 0.35 -3.577 -2.812 -0.009 0.053 0.189
Si -5.542 1.531 -3.866 -0.054 0.061 -0.03
Si 1.331 -1.262 6.924 0.004 0.024 0.025
Si 4.022 1.519 6.905 0.012 0.022 0.027
Si 1.376 4.193 6.765 -0.017 -0.022 -0.02
Si 4.041 6.915 6.795 -0.014 0.015 -0.023
Si 1.358 9.549 6.789 -0.004 -0.005 0.002
Si 4.081 12.265 6.93 -0.012 -0.011 0.022
Si 6.803 -1.32 6.983 0.016 -0.013 0.01
Si 9.501 1.412 7.05 0.025 0.002 0.012
Si 6.728 4.207 6.96 -0.027 -0.02 0
Si 9.441 6.877 7.061 -0.015 -0.01 -0.002
Si 6.751 9.566 6.906 0.01 -0.006 0.001
Si 9.545 12.306 6.91 0.011 -0.009 0.005
Si 12.15 -1.318 6.975 0.007 0.02 -0.002
Si 14.854 1.347 7.009 -0.021 -0.001 -0.018
Si 12.162 4.149 7.125 0.006 0.008 0.007
Si 14.962 6.811 6.938 0.01 -0.016 -0.074
Si 12.203 9.647 7.068 -0.086 -0.001 0.013
Si 14.855 12.247 6.95 -0.028 -0.033 -0.038
Si 17.599 -1.35 6.994 0.019 -0.024 -0.018
Si 20.282 1.368 6.896 0.006 0.006 0.024
Si 17.657 4.042 7.01 0.005 -0.057 0.011
Si 20.283 6.765 6.933 -0.007 0.012 -0.015
Si 17.629 9.467 6.994 0.055 -0.004 -0.002
Si 20.373 12.184 6.872 -0.017 -0.004 -0.045
Si 23.098 -1.401 6.839 0.01 -0.013 -0.015
Si 25.857 1.233 6.902 0.041 -0.023 -0.021
Si 23.043 4.002 6.962 -0.019 0.043 0.005
Si 25.757 6.777 6.808 0.004 -0.018 0
Si 23.07 9.454 6.833 0.012 0.017 0.004
Si 25.797 12.191 6.743 0.016 0.022 -0.005
Si 28.526 -1.425 6.811 -0.009 0.026 0.026
Si 31.217 1.356 6.855 -0.007 0.013 -0.003
Si 28.509 4.059 6.785 0.002 0.005 -0.014
Si 31.285 6.801 6.744 0.003 0.01 0.004
Si 28.489 9.514 6.792 -0.03 -0.003 -0.003
Si 31.271 12.163 6.775 0.025 -0.029 -0.006
Si 34.01 -1.408 6.808 0.019 0.006 -0.005
Si -28.604 1.38 6.879 0.01 0.029 0.008
Si 33.994 4.116 6.83 -0.003 0.014 0.016
Si -28.584 6.771 6.685 -0.027 0.012 -0.032
Si 33.968 9.473 6.719 0.024 0.023 -0.029
Si -28.577 12.23 6.777 0.015 0.006 0.034
Si -25.809 -1.384 6.8 -0.021 -0.04 0.004
Si -23.134 1.356 6.75 -0.025 0.012 -0.005
Si -25.809 4.006 6.785 -0.002 -0.031 -0.008
Si -23.109 6.764 6.666 -0.021 -0.026 -0.034
Si -25.856 9.496 6.669 0.017 0.009 0
Si -23.047 12.14 6.697 0.042 -0.008 -0.006
Si -20.362 -1.438 6.7 0.02 -0.01 -0.02
Si -17.592 1.324 6.741 0.002 0.009 0.013
Si -20.383 4.091 6.68 -0.021 0.032 0.001
Si -17.659 6.758 6.654 -0.039 0.032 0.032
Si -20.356 9.468 6.638 0.03 0.012 -0.011
Si -17.643 12.186 6.649 0.015 0.007 0.013
Si -14.864 -1.395 6.654 0.007 0.006 0.006
Si -12.223 1.333 6.675 -0.017 0.016 -0.003
Si -14.88 4.022 6.706 0.005 -0.012 -0.001
Si -12.181 6.806 6.706 -0.002 0 0.016
Si -14.918 9.498 6.642 0.002 0.007 -0.009
Si -12.19 12.225 6.706 0.008 0.015 0
Si -9.454 -1.397 6.714 0.019 -0.014 0.006
Si -6.782 1.402 6.78 -0.01 -0.007 -0.002
Si -9.478 4.084 6.696 0.035 0.01 -0.012
Si -6.747 6.859 6.749 0.005 0.008 0.013
Si -9.476 9.51 6.72 -0.002 0.006 0.017
Si -6.765 12.291 6.741 -0.023 0.014 -0.004
Si -4.038 -1.347 6.824 -0.007 -0.013 -0.002
Si -1.347 1.464 6.784 0.021 -0.007 -0.011
Si -3.986 4.108 6.77 -0.016 -0.007 0.013
Si -1.312 6.865 6.748 0.005 -0.017 0.004
Si -4.05 -6.76 6.764 0.018 0.011 0.001
Si -1.382 -4.019 6.825 -0.004 0.013 -0.004
Si 2.692 0.106 8.253 -0.005 0.006 -0.003
Si 5.384 2.821 8.299 -0.018 0.017 0.022
Si 2.705 5.529 8.176 0.031 -0.007 -0.009
Si 5.38 8.215 8.249 0.007 -0.012 -0.005
Si 2.684 10.897 8.222 0.001 0 0.004
Si 5.423 -2.689 8.294 0.014 -0.017 0.016
Si 8.123 0.04 8.366 -0.002 0.036 0
Si 10.834 2.746 8.433 -0.029 -0.017 0.01
Si 8.082 5.502 8.372 0.002 0 0.009
Si 10.825 8.247 8.365 0 0.003 -0.006
Si 8.135 10.936 8.247 0.009 0.003 -0.02
Si 10.832 -2.682 8.353 0.01 -0.004 -0.016
Si 13.518 0 8.37 0.015 -0.013 0.009
Si 16.265 2.692 8.339 -0.001 0.01 -0.002
Si 13.593 5.505 8.366 -0.006 0.014 -0.004
Si 16.287 8.126 8.362 0.006 -0.002 -0.009
Si 13.564 10.952 8.418 0.024 0.021 0.006
Si 16.25 -2.739 8.315 -0.028 -0.006 -0.006
Si 18.979 0.006 8.31 0.016 0.02 0
Si 21.672 2.671 8.3 -0.018 0.005 0.003
Si 18.986 5.423 8.353 0.014 0.005 0.011
Si 21.694 8.139 8.234 0.005 -0.007 0.012
Si 19.026 10.849 8.28 0.004 0.002 0.003
Si 21.73 -2.752 8.214 0.005 -0.008 -0.012
Si 24.456 -0.081 8.243 -0.009 0 0.007
Si 27.198 2.677 8.19 -0.016 0.014 0.003
Si 24.434 5.415 8.222 0.006 0.005 0.017
Si 27.145 8.137 8.154 -0.013 -0.003 0.001
Si 24.449 10.842 8.155 -0.004 -0.02 0.002
Si 27.152 -2.783 8.155 0.02 0 -0.001
Si 29.867 -0.035 8.183 0.004 -0.012 0
Si 32.628 2.716 8.16 0.007 -0.01 -0.002
Si 29.91 5.427 8.109 0 -0.01 -0.01
Si 32.63 8.142 8.129 0.001 -0.024 -0.004
Si 29.881 10.85 8.15 0 0.012 0.002
Si 32.635 -2.784 8.137 0 0.007 0.002
Si -29.947 -0.025 8.182 -0.014 0.002 0
Si -27.178 2.7 8.18 0.014 0.005 0.002
Si -29.907 5.466 8.144 -0.003 -0.024 0.006
Si -27.215 8.142 8.046 -0.002 0.016 -0.006
Si -29.942 10.836 8.094 -0.004 0.009 0
Si -27.189 -2.747 8.126 -0.007 0.01 0.012
Si -24.468 -0.002 8.132 -0.003 -0.004 0.003
Si -21.738 2.726 8.054 -0.009 -0.003 0.016
Si -24.446 5.417 8.077 0.011 -0.014 0.008
Si -21.745 8.14 8.017 -0.007 0.013 -0.004
Si -24.457 10.819 8.044 -0.011 -0.005 -0.005
Si -21.719 -2.79 8.064 -0.003 0.014 -0.003
Si -18.997 -0.05 8.044 -0.015 0.004 -0.004
Si -16.254 2.698 8.085 0 0.007 0.013
Si -19.024 5.438 8.046 0.012 -0.01 0.005
Si -16.286 8.135 8.002 0.024 -0.033 -0.008
Si -19.01 10.839 8.019 -0.014 0.005 0.004
Si -16.273 -2.751 7.998 0.005 -0.007 0.005
Si -13.552 -0.029 8.056 -0.011 -0.005 -0.003
Si -10.853 2.713 8.036 -0.013 -0.008 -0.007
Si -13.546 5.426 8.045 -0.01 0 0.01
Si -10.831 8.155 8.08 -0.004 -0.004 0.009
Si -13.583 10.869 8.033 0.003 0.002 0.001
Si -10.832 -2.735 8.072 -0.005 -0.006 0.003
Si -8.138 0.004 8.096 0.003 0 -0.004
Si -5.392 2.757 8.113 0.017 -0.008 0.007
Si -8.115 5.452 8.067 0.007 -0.007 -0.004
Si -5.416 8.214 8.128 -0.013 0.013 0.009
Si -8.126 10.898 8.075 -0.002 0.001 0.001
Si -5.423 -2.699 8.149 0.015 -0.003 0
Si -2.697 0.066 8.145 -0.013 0.007 -0.009
Si 0.01 2.823 8.144 -0.01 0.001 -0.012
Si -2.663 5.494 8.128 0.006 -0.004 -0.001
Si 0.003 8.207 8.166 -0.003 0.005 -0.001
Si -2.719 -5.408 8.163 0.008 -0.012 0.003
Si -0.043 -2.66 8.216 0.003 0.003 0.008
Si 1.309 1.455 9.568 0.012 0.008 0
Si 4.014 4.179 9.614 0.024 0.003 0.015
Si 1.331 6.853 9.557 -0.017 -0.005 -0.002
Si 4.025 9.561 9.617 -0.007 0.009 -0.002
Si 1.319 -4.038 9.564 -0.01 -0.005 -0.011
Si 4.037 -1.299 9.601 0.019 0.021 -0.012
Si 6.727 1.419 9.662 -0.004 -0.015 -0.008
Si 9.437 4.115 9.723 -0.005 -0.017 -0.003
Si 6.711 6.873 9.669 0.007 -0.004 0.009
Si 9.45 9.591 9.684 0.016 -0.01 0.004
Si 6.773 -4.051 9.642 -0.003 0 0.005
Si 9.47 -1.334 9.717 -0.01 -0.007 -0.007
Si 12.194 1.368 9.754 0.008 0.015 0.003
Si 14.929 4.09 9.7 0.002 -0.005 -0.006
Si 12.199 6.855 9.698 -0.003 -0.001 -0.009
Si 14.932 9.523 9.702 -0.005 0.003 -0.006
Si 12.187 -4.022 9.742 -0.01 -0.004 0.011
Si 14.907 -1.37 9.694 -0.025 -0.003 -0.003
Si 17.633 1.348 9.696 -0.007 -0.02 -0.002
Si 20.366 4.061 9.679 0.005 0.012 0.008
Si 17.64 6.779 9.723 0.001 0.001 0.006
Si 20.375 9.493 9.643 -0.004 0 0.013
Si 17.65 -4.104 9.64 0.008 -0.002 0.001
Si 20.378 -1.387 9.603 -0.017 0.002 -0.004
Si 23.087 1.303 9.597 -0.008 -0.012 0
Si 25.821 4.042 9.547 -0.012 -0.023 0.008
Si 23.083 6.784 9.588 -0.011 -0.001 -0.003
Si 25.812 9.502 9.533 0.031 0.03 0.003
Si 23.092 -4.125 9.557 0.004 0 -0.017
Si 25.824 -1.432 9.573 -0.022 -0.009 0.001
Si 28.547 1.332 9.566 0.001 -0.007 0.009
Si 31.265 4.079 9.499 0.008 0 -0.006
Si 28.537 6.769 9.485 0.006 0.004 -0.006
Si 31.26 9.487 9.493 -0.012 -0.006 -0.001
Si 28.541 -4.106 9.521 0.011 0.008 0.006
Si 31.276 -1.399 9.497 0.002 0.012 -0.002
Si -31.298 1.346 9.519 0.004 -0.003 0.01
Si -28.545 4.09 9.495 0.003 0.008 0.003
Si -31.278 6.8 9.5 0.027 0.011 0.008
Si -28.556 9.491 9.445 -0.017 -0.012 0.002
Si -31.278 -4.13 9.492 -0.013 -0.021 -0.005
Si -28.545 -1.386 9.493 0.043 0.014 -0.001
Si -25.821 1.332 9.512 -0.015 -0.007 0.015
Si -23.09 4.066 9.443 0.003 0.005 0.006
Si -25.83 6.79 9.416 0.002 0.003 -0.005
Si -23.096 9.483 9.412 0.004 -0.001 0.004
Si -25.807 -4.127 9.427 -0.006 0.011 -0.002
Si -23.082 -1.401 9.419 -0.012 -0.007 0
Si -20.369 1.336 9.385 0.013 0.005 -0.009
Si -17.65 4.072 9.396 0.005 -0.002 -0.002
Si -20.384 6.798 9.401 0.011 -0.006 0
Si -17.636 9.498 9.379 0.004 0.019 -0.005
Si -20.363 -4.135 9.418 -0.009 -0.021 0.014
Si -17.64 -1.407 9.393 -0.008 -0.007 -0.003
Si -14.912 1.323 9.427 -0.005 -0.007 0.002
Si -12.194 4.073 9.411 -0.005 0.007 0
Si -14.932 6.785 9.382 -0.012 -0.008 -0.001
Si -12.216 9.521 9.406 -0.009 -0.009 0.003
Si -14.929 -4.087 9.397 0.014 0.019 0.011
Si -12.188 -1.366 9.426 0.012 0.016 0.008
Si -9.503 1.37 9.433 -0.006 -0.01 0.006
Si -6.763 4.113 9.458 0.004 0.001 0.005
Si -9.476 6.799 9.438 -0.006 0.004 0.007
Si -6.784 9.559 9.474 0.008 0.005 0.006
Si -9.486 -4.079 9.445 -0.01 0.013 0
Si -6.781 -1.327 9.483 0.006 0.007 0.012
Si -4.072 1.4 9.505 -0.003 0.001 0.009
Si -1.353 4.144 9.531 0 0.005 0.012
Si -4.055 6.842 9.479 0.005 0.007 -0.006
Si -1.36 -6.756 9.533 0.005 0.008 0.004
Si -4.085 -4.059 9.518 -0.026 -0.016 0.008
Si -1.39 -1.293 9.556 0 0.001 0.001
Si -0.04 0.071 10.915 -0.004 0.009 -0.007
Si 2.655 2.792 10.951 -0.009 0.001 -0.002
Si -0.027 5.495 10.922 0.015 -0.011 0.005
Si 2.657 8.202 10.96 0.019 -0.02 0.002
Si -0.038 -5.392 10.931 0.005 -0.002 0.002
Si 2.667 -2.673 10.94 0.01 0.002 -0.003
Si 5.37 0.038 11.002 -0.006 -0.006 0.006
Si 8.081 2.746 11.057 0.002 0.009 0.006
Si 5.361 5.5 11.01 -0.008 0.003 0.009
Si 8.098 8.206 11.021 -0.022 0.03 -0.004
Si 5.391 -5.408 10.983 0.026 -0.004 0.006
Si 8.098 -2.705 11.044 0.009 -0.013 0.012
Si 10.827 0.008 11.089 0.011 0.004 0.006
Si 13.568 2.739 11.075 0.009 -0.016 0
Si 10.836 5.47 11.044 -0.012 -0.002 -0.009
Si 13.562 8.183 11.067 -0.011 0.001 0.002
Si 10.819 -5.405 11.06 -0.007 0.016 0.004
Si 13.567 -2.698 11.093 0 0.008 0.007
Si 16.278 -0.016 11.05 0.011 0.002 -0.002
Si 19.001 2.71 11.037 -0.006 0.006 -0.001
Si 16.282 5.429 11.079 0.006 0.007 0.007
Si 19.024 8.15 11.037 0.004 0.003 0.008
Si 16.314 -5.452 11.043 0.009 -0.003 0.006
Si 19.018 -2.736 10.985 0.002 0.004 0.001
Si 21.735 -0.037 10.974 0.016 -0.008 -0.001
Si 24.463 2.69 10.929 -0.006 0.016 -0.002
Si 21.749 5.432 10.995 -0.003 -0.007 0.003
Si 24.463 8.153 10.921 -0.01 0.015 -0.009
Si 21.744 -5.454 10.97 -0.006 -0.009 0.004
Si 24.45 -2.771 10.928 0.014 -0.008 0.001
Si 27.18 -0.035 10.916 -0.007 -0.004 0.005
Si 29.931 2.71 10.88 0.009 -0.005 -0.002
Si 27.196 5.417 10.881 0.019 -0.013 -0.006
Si 29.912 8.116 10.85 0.003 0.002 -0.001
Si 27.19 -5.47 10.887 -0.002 -0.003 0.005
Si 29.912 -2.744 10.874 -0.012 0.002 0.001
Si -32.644 -0.03 10.863 0.004 0.01 0
Si -29.9 2.706 10.846 0.001 -0.006 0
Si -32.626 5.415 10.853 -0.014 0.003 -0.005
Si -29.903 8.15 10.841 -0.01 -0.006 0.005
Si -32.647 -5.477 10.853 0.004 0.011 0.003
Si -29.903 -2.757 10.836 -0.004 0.013 -0.006
Si -27.183 -0.031 10.855 -0.002 0.005 0.007
Si -24.448 2.714 10.82 -0.001 -0.008 0.008
Si -27.171 5.448 10.828 -0.013 -0.011 0.006
Si -24.459 8.142 10.782 0.005 0.012 0.005
Si -27.176 -5.467 10.794 0.011 -0.009 -0.004
Si -24.459 -2.747 10.785 -0.011 -0.002 0
Si -21.728 -0.02 10.76 0.009 0.013 0.001
Si -19.014 2.704 10.745 0.002 0.008 -0.006
Si -21.729 5.439 10.782 -0.012 -0.006 0.01
Si -19.014 8.161 10.749 0.001 0.001 -0.001
Si -21.751 -5.464 10.781 0 0 0.009
Si -19.014 -2.751 10.763 0.005 -0.007 0.006
Si -16.296 -0.031 10.762 0.005 0.001 -0.001
Si -13.556 2.708 10.765 -0.007 -0.007 -0.001
Si -16.295 5.439 10.75 -0.001 0.007 -0.004
Si -13.577 8.151 10.751 -0.011 -0.004 -0.003
Si -16.294 -5.451 10.752 -0.007 -0.002 0.003
Si -13.569 -2.728 10.764 -0.006 -0.002 0.003
Si -10.848 0.006 10.798 -0.01 -0.003 0.004
Si -8.133 2.733 10.8 0.003 -0.005 -0.004
Si -10.842 5.434 10.78 0.003 -0.015 -0.005
Si -8.139 8.174 10.809 0.005 0.002 -0.004
Si -10.86 -5.439 10.781 0.004 0.002 -0.005
Si -8.144 -2.705 10.817 -0.006 -0.014 -0.006
Si -5.435 0.034 10.857 0.005 -0.004 -0.003
Si -2.728 2.771 10.872 0.006 -0.007 -0.005
Si -5.421 5.475 10.836 -0.002 0 0
Si -2.727 8.196 10.88 0.004 0.001 0.002
Si -5.442 -5.417 10.863 -0.008 0.01 0.001
Si -2.753 -2.676 10.888 -0.008 0.004 -0.007
Si 1.299 -1.298 12.283 -0.01 0.01 -0.005
Si 3.983 1.406 12.324 0.004 0.008 -0.014
Si 1.294 4.132 12.312 0.006 0 0.003
Si 3.99 6.847 12.349 0 0.005 0.005
Si 1.298 9.566 12.315 0.003 0.009 -0.001
Si 4.016 -4.037 12.319 0.006 0.003 -0.009
Si 6.714 -1.34 12.372 0.003 0.012 -0.003
Si 9.445 1.376 12.414 -0.016 -0.014 0
Si 6.707 4.122 12.372 -0.012 -0.008 0.001
Si 9.456 6.825 12.38 0.014 0.001 -0.001
Si 6.735 9.553 12.366 0.005 -0.012 0.002
Si 9.45 -4.065 12.413 0.005 0.002 0.004
Si 12.199 -1.346 12.443 0.005 0.001 0.002
Si 14.929 1.359 12.415 0.003 0.004 -0.009
Si 12.19 4.103 12.417 0.002 -0.003 -0.008
Si 14.915 6.804 12.422 -0.016 -0.006 -0.012
Si 12.187 9.539 12.403 0 0.004 -0.014
Si 14.944 -4.093 12.404 0.001 -0.008 -0.008
Si 17.663 -1.386 12.374 -0.004 -0.002 -0.006
Si 20.387 1.334 12.348 -0.003 0.004 -0.007
Si 17.654 4.066 12.413 -0.008 0.001 0.002
Si 20.394 6.784 12.378 0.004 0.004 0.006
Si 17.672 9.511 12.411 0.009 -0.011 -0.004
Si 20.381 -4.097 12.35 0.003 -0.001 0
Si 23.107 -1.399 12.307 -0.014 -0.001 -0.004
Si 25.831 1.333 12.29 -0.011 -0.011 0.005
Si 23.129 4.059 12.32 0.005 0.001 0
Si 25.845 6.783 12.255 0.001 -0.008 -0.007
Si 23.119 9.505 12.31 -0.001 0.004 0
Si 25.833 -4.117 12.262 -0.007 0.003 0.001
Si 28.567 -1.383 12.257 0.011 0.012 0.007
Si 31.304 1.352 12.225 -0.003 -0.003 -0.001
Si 28.57 4.068 12.24 0.001 0 0
Si 31.295 6.77 12.207 0.004 -0.016 -0.005
Si 28.563 9.476 12.219 0.004 0.004 -0.006
Si 31.284 -4.11 12.219 0.001 0.004 0.003
Si -31.25 -1.384 12.198 -0.011 0.005 0.003
Si -28.531 1.346 12.204 0.006 -0.007 -0.001
Si -31.254 4.056 12.214 0.017 -0.02 0
Si -28.534 6.798 12.199 0 0.028 0.007
Si -31.265 9.495 12.205 0.001 0 0.003
Si -28.521 -4.109 12.178 0.006 -0.004 0
Si -25.808 -1.399 12.181 0.001 0 -0.001
Si -23.081 1.333 12.143 -0.004 -0.005 0.003
Si -25.809 4.076 12.177 0.008 0.007 0.005
Si -23.095 6.792 12.147 -0.009 -0.005 0.005
Si -25.805 9.512 12.154 -0.012 -0.011 -0.004
Si -23.112 -4.097 12.156 -0.004 0.015 -0.001
Si -20.386 -1.386 12.124 0.009 0.007 0.006
Si -17.664 1.341 12.105 -0.008 -0.002 0
Si -20.362 4.066 12.119 0.011 -0.006 0
Si -17.656 6.8 12.107 0.005 -0.007 -0.007
Si -20.375 9.51 12.127 -0.003 -0.002 0.001
Si -17.656 -4.1 12.124 0.006 0 0.004
Si -14.934 -1.375 12.126 -0.003 0.004 -0.002
Si -12.206 1.366 12.147 -0.004 0.008 0.008
Si -14.933 4.072 12.098 -0.005 -0.002 -0.006
Si -12.21 6.802 12.115 -0.004 0 0
Si -14.931 9.514 12.114 0.013 0.001 -0.001
Si -12.213 -4.076 12.138 -0.004 0.008 0
Si -9.494 -1.343 12.174 0.007 0.009 0.005
Si -6.796 1.389 12.208 0.005 -0.007 0.005
Si -9.493 4.088 12.161 -0.001 0.009 0.005
Si -6.789 6.827 12.189 0.003 0.011 0
Si -9.503 9.536 12.153 -0.014 -0.012 0.001
Si -6.801 -4.052 12.201 0.009 0.005 0.002
Si -4.109 -1.324 12.246 -0.011 -0.006 0.006
Si -1.405 1.416 12.27 -0.007 -0.002 0.003
Si -4.093 4.12 12.234 0.011 -0.003 0.001
Si -1.399 6.842 12.279 0.009 -0.004 0.002
Si -4.095 9.551 12.236 -0.005 -0.001 0.004
Si -1.413 -4.026 12.273 -0.005 0.015 0.001
Si 2.623 0.048 13.689 0.006 0.005 0.001
Si 5.324 2.757 13.695 -0.004 -0.01 -0.005
Si 2.627 5.483 13.694 0.013 -0.006 0
Si 5.366 8.19 13.697 0.009 0.01 -0.01
Si 2.657 10.925 13.681 0.007 0 0.007
Si 5.348 -2.702 13.729 -0.003 -0.004 0.013
Si 8.067 0.007 13.743 0.012 -0.007 0.017
Si 10.825 2.728 13.762 0.014 0.007 0.002
Si 8.083 5.46 13.73 -0.01 -0.006 -0.005
Si 10.828 8.165 13.744 0.005 0.01 -0.01
Si 8.089 10.88 13.756 -0.01 -0.014 0.007
Si 10.826 -2.725 13.763 0.005 -0.003 0.01
Si 13.574 0.007 13.788 0.012 0.023 -0.006
Si 16.287 2.718 13.772 0.01 -0.016 -0.002
Si 13.552 5.453 13.791 0.008 0.017 0.001
Si 16.299 8.152 13.769 -0.002 0.008 0.001
Si 13.57 10.871 13.756 -0.005 0 -0.009
Si 16.32 -2.745 13.757 -0.012 0 -0.006
Si 19.025 -0.013 13.718 0.001 -0.001 -0.006
Si 21.765 2.699 13.685 -0.012 0.004 -0.004
Si 19.031 5.423 13.748 0.002 -0.002 0.003
Si 21.775 8.159 13.701 0.011 0.002 0
Si 19.041 10.875 13.761 -0.007 0.005 0.008
Si 21.752 -2.733 13.695 0 0.011 -0.003
Si 24.468 -0.031 13.655 -0.027 -0.022 -0.005
Si 27.22 2.716 13.615 -0.002 0.001 0
Si 24.503 5.441 13.653 0.002 -0.001 0.005
Si 27.22 8.133 13.611 0.014 0.012 -0.002
Si 24.493 10.863 13.653 0.019 0.001 -0.001
Si 27.193 -2.751 13.606 -0.017 -0.004 -0.001
Si 29.942 0.006 13.582 -0.003 0.012 -0.004
Si 32.688 2.687 13.593 -0.016 -0.01 0.003
Si 29.954 5.418 13.588 0.018 0.004 -0.003
Si 32.67 8.115 13.562 -0.001 0.005 -0.008
Si 29.931 10.825 13.57 -0.014 -0.011 -0.003
Si 32.671 -2.742 13.552 -0.003 0.001 0.002
Si -29.883 -0.021 13.564 0.015 0.016 -0.003
Si -27.155 2.706 13.549 -0.009 -0.004 -0.003
Si -29.88 5.415 13.561 -0.003 0 0.008
Si -27.153 8.169 13.529 0.005 0.001 -0.004
Si -29.878 10.853 13.538 -0.02 -0.005 -0.009
Si -27.172 -2.747 13.553 0.011 0.006 0.002
Si -24.44 -0.022 13.517 0.006 0.009 -0.003
Si -21.722 2.707 13.483 0.002 -0.002 -0.006
Si -24.446 5.44 13.524 -0.005 -0.008 0.006
Si -21.733 8.163 13.499 0.008 0.006 0.005
Si -24.477 10.884 13.541 -0.01 -0.008 0.006
Si -21.772 -2.714 13.51 -0.011 -0.017 -0.002
Si -19.028 -0.016 13.467 -0.001 0.008 -0.002
Si -16.306 2.719 13.448 0.009 -0.001 -0.007
Si -19.01 5.441 13.471 0.003 0.004 0.001
Si -16.302 8.162 13.468 -0.014 -0.003 0.001
Si -19.038 10.889 13.49 0.004 0.001 0.01
Si -16.296 -2.737 13.48 -0.001 0.002 0.001
Si -13.582 0.002 13.478 -0.003 -0.007 0
Si -10.842 2.717 13.517 -0.002 0 0.005
Si -13.567 5.426 13.452 -0.017 -0.008 -0.013
Si -10.864 8.169 13.488 0.005 -0.003 0
Si -13.57 10.871 13.483 -0.008 -0.002 0.001
Si -10.86 -2.712 13.509 -0.003 -0.001 0
Si -8.144 0.008 13.563 0 -0.005 0.001
Si -5.453 2.753 13.59 0 0.003 -0.003
Si -8.156 5.463 13.535 0.009 -0.002 0
Si -5.455 8.18 13.58 -0.002 -0.006 -0.003
Si -8.153 10.891 13.536 0.004 0.021 -0.013
Si -5.474 -2.691 13.589 -0.009 -0.008 -0.004
Si -2.767 0.047 13.613 0.005 -0.003 -0.014
Si -0.069 2.767 13.659 0.008 0.002 -0.005
Si -2.757 5.467 13.633 -0.006 0.001 0.004
Si -0.072 8.207 13.666 0.001 -0.008 0.009
Si -2.78 -5.391 13.624 -0.01 -0.005 0.003
Si -0.073 -2.645 13.636 0.017 0.01 -0.007
Si 1.253 1.41 15.052 -0.004 -0.006 -0.001
Si 3.962 4.107 15.058 0.009 -0.019 -0.006
Si 1.265 6.839 15.044 -0.006 -0.001 0
Si 4.02 9.552 15.046 0.016 -0.003 -0.012
Si 1.273 -4.006 14.993 -0.001 0.007 -0.014
Si 3.961 -1.326 15.06 -0.007 -0.001 -0.013
Si 6.667 1.386 15.048 -0.022 0.027 -0.017
Si 9.439 4.089 15.092 0.003 -0.009 0.006
Si 6.692 6.811 15.067 -0.015 0.012 0.003
Si 9.453 9.491 15.102 0.032 -0.008 0
Si 6.701 -4.092 15.089 0.008 0 -0.008
Si 9.437 -1.37 15.086 -0.001 0.02 -0.005
Si 12.199 1.372 15.128 -0.007 -0.021 -0.001
Si 14.922 4.081 15.136 -0.019 0.018 -0.004
Si 12.185 6.83 15.137 -0.028 -0.003 -0.015
Si 14.932 9.516 15.127 -0.018 -0.004 -0.009
Si 12.19 -4.107 15.101 0.017 -0.004 -0.005
Si 14.952 -1.386 15.106 0.012 -0.014 -0.005
Si 17.67 1.348 15.089 -0.006 0.013 -0.002
Si 20.422 4.054 15.07 -0.001 -0.024 0.001
Si 17.659 6.774 15.113 -0.016 -0.001 -0.004
Si 20.437 9.513 15.093 0.01 -0.016 0.003
Si 17.669 -4.097 15.146 0.017 -0.005 0.002
Si 20.391 -1.371 15.068 -0.01 0.014 0.002
Si 23.117 1.326 15.037 0.012 -0.002 -0.002
Si 25.884 4.088 14.994 0.002 0.01 -0.007
Si 23.157 6.804 15.04 -0.01 0.005 -0.006
Si 25.871 9.496 14.983 -0.01 0.003 0.002
Si 23.148 -4.085 15.023 -0.013 -0.001 0.002
Si 25.85 -1.387 14.992 0.004 0.011 0.005
Si 28.61 1.375 14.963 0 0.003 0.006
Si 31.336 4.068 14.938 -0.002 0 0.002
Si 28.609 6.781 14.957 0 -0.013 -0.003
Si 31.299 9.455 14.92 -0.001 0 -0.018
Si 28.552 -4.149 14.919 0.02 -0.02 0
Si 31.33 -1.351 14.9 0.021 -0.01 -0.003
Si 34.066 1.331 14.955 -0.001 -0.018 0.003
Si -28.498 4.069 14.919 0.018 -0.023 0.003
Si 34.046 6.771 14.929 -0.029 0.014 0.005
Si -28.496 9.524 14.906 0.014 -0.009 -0.001
Si 34.041 -4.116 14.888 -0.001 0.014 -0.006
Si -28.519 -1.381 14.922 -0.012 0.012 -0.008
Si -25.773 1.342 14.889 0.01 -0.007 -0.008
Si -23.064 4.075 14.85 -0.01 0.004 0.002
Si -25.798 6.812 14.885 0.003 0.01 -0.006
Si -23.085 9.532 14.867 0.006 -0.005 0
Si -25.834 -4.085 14.95 -0.015 -0.002 0.018
Si -23.127 -1.372 14.924 -0.004 0.017 0
Si -20.391 1.327 14.842 0.013 -0.006 0.001
Si -17.652 4.078 14.82 -0.01 0.01 -0.001
Si -20.365 6.796 14.843 0.004 -0.017 -0.001
Si -17.668 9.527 14.825 0.006 -0.001 0.005
Si -20.413 -4.069 14.855 -0.012 0.029 0
Si -17.672 -1.373 14.821 0.005 -0.006 0.001
Si -14.953 1.372 14.809 -0.024 0.025 -0.002
Si -12.211 4.091 14.839 -0.003 0 0.004
Si -14.926 6.785 14.794 0.025 -0.02 -0.013
Si -12.203 9.527 14.854 0.004 -0.005 0.005
Si -14.929 -4.091 14.834 0.006 -0.008 -0.003
Si -12.224 -1.343 14.846 -0.015 0.021 0.001
Si -9.5 1.367 14.913 0.017 -0.02 0.005
Si -6.827 4.112 14.93 -0.004 0.008 0.003
Si -9.511 6.841 14.876 -0.024 0.019 -0.009
Si -6.812 9.545 14.927 0.011 -0.014 0.005
Si -9.498 -4.058 14.881 0.005 -0.006 0.009
Si -6.813 -1.347 14.97 0.014 -0.008 0.003
Si -4.117 1.391 14.982 -0.008 -0.004 0
Si -1.424 4.108 15.031 0.01 -0.016 -0.001
Si -4.131 6.825 14.976 0.013 -0.006 -0.006
Si -1.447 9.574 15.007 -0.004 0.016 0.001
Si -4.152 -4.037 14.985 -0.015 0.033 0.004
Si -1.43 -1.287 15.011 -0.01 0.01 0.007
Si -0.118 0.077 16.43 0.005 0.017 0.013
Si 2.585 2.778 16.429 0.029 0.035 -0.016
Si -0.101 5.486 16.411 0.012 0.02 0.001
Si 2.661 8.185 16.374 0.008 -0.005 0.004
Si -0.092 -5.35 16.336 -0.004 0.002 -0.006
Si 2.581 -2.671 16.421 0.013 0.015 0.01
Si 5.299 0.046 16.415 -0.005 -0.001 0.006
Si 8.028 2.724 16.404 -0.04 -0.038 0.002
Si 5.32 5.449 16.417 -0.009 -0.02 -0.006
Si 8.058 8.133 16.437 -0.001 -0.017 -0.008
Si 5.35 10.869 16.473 -0.004 -0.007 0.012
Si 8.082 -2.753 16.427 0.001 -0.026 0.012
Si 10.809 -0.018 16.428 0.029 -0.001 0.006
Si 13.548 2.741 16.504 0.003 0.016 0.019
Si 10.784 5.466 16.45 0.036 0.018 0.008
Si 13.582 8.165 16.508 0.02 0.003 -0.006
Si 10.847 10.822 16.451 -0.021 0.001 -0.011
Si 13.569 -2.758 16.438 0.004 0.005 -0.02
Si 16.32 -0.016 16.448 0 -0.02 -0.018
Si 19.055 2.695 16.435 -0.001 0.018 -0.006
Si 16.301 5.419 16.507 0.008 -0.002 0.004
Si 19.059 8.131 16.423 0.015 -0.007 -0.013
Si 16.282 10.863 16.511 -0.014 0.002 0.001
Si 19.052 -2.711 16.472 -0.006 -0.023 -0.012
Si 21.744 -0.013 16.433 -0.015 0.009 0.005
Si 24.518 2.711 16.325 -0.02 -0.011 -0.014
Si 21.799 5.435 16.393 0.026 0.03 -0.013
Si 24.535 8.173 16.388 -0.001 -0.023 0.003
Si 21.825 10.895 16.425 -0.004 0 -0.003
Si 24.511 -2.742 16.394 -0.004 0.014 0.004
Si 27.237 0.006 16.288 -0.017 -0.012 -0.009
Si 29.992 2.735 16.328 0.015 -0.014 0
Si 27.275 5.445 16.348 -0.008 -0.008 -0.008
Si 29.961 8.121 16.343 0.029 0.01 0
Si 27.232 10.829 16.356 -0.004 -0.007 0.009
Si 29.948 -2.754 16.163 -0.025 0.013 -0.007
Si 32.711 -0.049 16.313 -0.035 0.023 0.004
Si 35.429 2.722 16.3 0.009 -0.022 0.003
Si 32.679 5.431 16.314 -0.001 -0.016 -0.004
Si 35.479 8.107 16.237 0.017 -0.012 0.014
Si 32.701 10.802 16.214 0.019 0 0.029
Si 35.381 -2.755 16.261 0.018 0.007 0.008
Si -27.128 -0.014 16.258 0.002 0.023 -0.009
Si -24.389 2.708 16.227 0.004 -0.01 -0.006
Si -27.115 5.434 16.262 -0.018 0.004 -0.004
Si -24.431 8.176 16.23 -0.009 -0.009 -0.006
Si -27.213 10.9 16.339 -0.031 0.007 0.024
Si -24.503 -2.705 16.333 -0.016 0.005 0.009
Si -21.749 0 16.258 0.002 0.024 0.005
Si -19.03 2.711 16.155 0.01 -0.004 -0.005
Si -21.72 5.443 16.212 0.002 -0.005 0.002
Si -19.022 8.179 16.194 -0.016 -0.006 0.005
Si -21.774 10.919 16.248 -0.026 -0.015 0.002
Si -19.067 -2.687 16.193 0.018 0 -0.001
Si -16.313 0.005 16.151 -0.007 -0.001 -0.003
Si -13.58 2.717 16.164 -0.013 -0.009 -0.002
Si -16.267 5.433 16.164 -0.004 -0.01 -0.004
Si -13.572 8.131 16.157 -0.026 0.001 -0.004
Si -16.309 10.884 16.179 0.005 0.015 0.015
Si -13.565 -2.725 16.182 -0.004 -0.005 0.006
Si -10.872 -0.01 16.241 0.001 -0.002 0.001
Si -8.161 2.736 16.295 0.008 0.002 -0.005
Si -10.871 5.472 16.203 0.032 0.016 -0.014
Si -8.172 8.193 16.279 0.003 -0.031 -0.003
Si -10.828 10.885 16.221 -0.017 0.004 -0.008
Si -8.177 -2.728 16.314 0.003 0.011 -0.004
Si -5.462 0.019 16.341 -0.005 -0.006 -0.008
Si -2.773 2.725 16.387 0.003 -0.014 0.002
Si -5.499 5.463 16.326 0.002 0.009 -0.003
Si -2.822 8.21 16.358 0.001 -0.005 0
Si -5.51 -5.414 16.341 0.011 0.011 -0.004
Si -2.809 -2.65 16.337 -0.006 -0.018 -0.01
O 13.629 -0.654 -0.044 0.104 -0.504 -0.064
O 15.49 2.687 1.383 0.217 0.236 -0.17
O 11.849 -7.249 2 0.417 0.096 0.107
O 12.845 -6.119 -0.146 0.002 -0.067 -0.589
O 16.377 -2.723 1.536 -0.359 -0.186 -0.435
O 17.999 -0.72 1.998 -0.425 0.23 -0.083
O 19.885 1.143 2.419 -0.251 0.198 0.226
O 21.765 2.577 1.447 0.249 0.273 -0.457
O 15.252 4.199 -0.705 -0.015 -0.067 -0.514
O 18.704 5.068 1.308 0.198 -0.062 -0.13
O 21.936 7.03 1.152 -0.207 -0.153 -0.17
O 17.447 7.963 0.546 0.548 -0.609 -0.088
O 18.017 -6.494 2.241 -0.305 -0.233 0.202
O 24.878 1.025 1.567 -0.239 -0.235 -0.069
O 21.908 7.015 -1.436 0.024 0.386 -0.37
O 23.45 -6.102 1.407 -0.595 0.178 0.055
O -29.066 5.977 1.23 0.334 -0.057 -0.519
O -27.463 7.683 -2.885 -0.311 0.155 -0.499
O -29.215 -4.552 1.498 -0.363 0.42 -0.071
O -24.7 0.034 1.429 -0.358 -0.393 -0.553
O -22.589 1.504 1.981 0.292 -0.318 -0.126
O -25.993 -7.69 2.019 0.311 -0.102 0.283
O -17.936 -5.061 1.277 0.429 -0.456 -0.106
O 6.29 -3.404 3.035 0.121 -0.039 -0.287
O 20.893 -7.59 2.946 0.172 0.374 -0.155
O 12.503 7.854 21.586 -0.344 0.146 0.175
O 1.775 3.697 22.9 -0.6 0.178 -0.149
O 0.584 4.811 24.994 -0.158 -0.448 0.529
O -0.36 6.318 23.184 0.459 0.452 0.107
O 13.457 5.407 22.979 -0.136 0.197 0.052
O 13.641 -6.67 23.126 0.228 0.275 0.202
O 16.896 4.187 22.987 -0.511 -0.317 0.169
O 15.595 -4.583 22.924 0.291 -0.284 -0.015
O 18.142 -2.097 22.921 0.294 0.084 -0.089
O 26.247 -3.936 24.532 0.353 0.076 0.289
O 29.163 3 22.672 0.003 0.12 0.193
O -29.47 2.752 23.031 0.261 0.252 0
O -31.074 3.225 24.95 0.303 0.399 0.35
O -31.75 4.852 23.03 0.618 0.087 0.077
O -30.374 -6.968 22.696 -0.282 0.077 0.169
O -30.999 -4.649 23.695 -0.311 -0.047 0.674
O -29.826 -1.749 25.299 0.589 -0.096 0.055
O -27.019 0.219 23.132 -0.221 0.069 0.518
O -28.649 -4.897 22.614 0.076 0.665 0.011
O -26.397 -6.104 22.882 0.382 0.388 0.206
O -25.464 -1.821 22.692 -0.096 -0.072 0.093
O -1.86 2.469 23.18 -0.06 0.072 0.09
O 1.005 -1.664 26.776 -0.216 -0.309 0.491
O -0.646 1.315 25.258 0.327 0.028 -0.004
O 4.201 -1.483 24.739 0.248 0.13 0.614
O 0.809 8.082 -5.771 0.487 -0.014 0.305
O -2.569 4.755 26.851 -0.34 -0.419 0.329
O 2.798 5.888 24.052 -0.132 0.289 0.175
O 4.668 7.832 24.274 0.195 -0.095 0.402
O 1.698 -6.39 24.623 -0.24 -0.404 0.359
O 0.843 -2.501 -1.694 0.354 -0.307 0.18
O 12.983 7.357 24.823 0.133 -0.369 -0.173
O 10.843 -1.141 26.161 -0.314 0.161 0.242
O 4.257 -3.504 0.188 -0.042 0.285 -0.447
O 11.176 -5.63 -4.781 0.136 -0.027 0.567
O 0.586 -5.101 -2.306 0.083 -0.079 -0.302
O 16.171 5.467 -5.022 -0.172 0.076 0.01
O 15.34 6.335 24.519 0.53 -0.207 0.145
O 17.795 7.193 -3.932 0.546 -0.398 0.178
O 14.23 -4.989 26.258 0.101 -0.54 -0.164
O 17.516 -0.455 24.777 -0.219 0.203 0.172
O 15.734 -2.266 24.14 0.053 0.235 0.413
O 18.275 2.923 25.006 -0.009 0.024 0.233
O 20.087 0.135 24.259 0.25 -0.442 0.083
O 20.801 6.926 24.585 0.301 0.312 0.31
O 23.738 -6.483 -5.243 -0.191 0.055 0.621
O 16.056 5.893 -2.427 -0.354 -0.468 -0.123
O 17.114 -7.112 24.363 -0.256 -0.296 0.09
O 16.643 -5.968 26.748 0.621 0.312 0.02
O 19.15 -5.54 23.679 -0.132 -0.154 0.265
O 28.785 3.998 24.944 -0.148 -0.262 0.533
O 26.07 4.098 -3.285 0.001 0.044 0.779
O 24.563 6.732 26.659 -0.053 -0.075 -0.144
O 26.946 -4.143 -4.625 -0.592 0.279 -0.299
O 28.194 -1.25 24.509 -0.489 0.01 0.011
O 27.787 -6.658 27.164 0.49 0.22 -0.068
O 30.863 -3.773 24.839 0.223 0.223 0.211
O -26.026 -7.264 -4.997 0.029 -0.671 -0.207
O -31.467 -7.955 27.129 0.128 0.279 -0.155
O 32.586 3.296 27.405 0.259 0.002 0.001
O 17.099 -1.545 -5.623 -0.052 0.151 -0.257
O 32.038 4.238 -3.722 -0.271 -0.104 -0.168
O 31.412 -7.006 26.589 -0.052 0.177 0.133
O -31.156 -3.268 -5.558 -0.19 0.072 -0.03
O -32.336 -0.96 24.79 -0.103 -0.394 -0.026
O -28.555 2.453 25.436 0.27 -0.322 0.216
O -25.544 6.167 -4.026 0.737 0.093 0.14
O -32.361 2.325 22.891 0.508 -0.18 -0.339
O 31.568 3.823 24.525 -0.114 -0.317 0.079
O -23.476 -7.772 -4.685 -0.223 -0.227 0.594
O 30.171 5.89 23.931 -0.355 0.067 -0.248
O -28.475 -3.938 25.916 0.485 0.314 -0.321
O -24.301 2.203 -3.742 0.476 -0.023 0.224
O -24.387 0.326 23.78 0.017 -0.07 0.372
O -26.464 3.466 24.241 -0.079 -0.503 -0.027
O -20.354 4.399 -4.545 0.685 -0.095 -0.37
O -25.399 -7.495 24.874 0.159 -0.173 0.064
O -30.978 -3.749 26.596 -0.238 -0.382 -0.253
O -20.693 7.768 -2.377 -0.151 -0.552 -0.191
O -23.536 -4.296 24.457 -0.085 -0.14 0.022
O -21.73 -2.757 23.372 -0.235 0.198 0.119
O -20.017 -1.235 24.474 0.04 0.24 0.168
O -18.047 -2.624 25.601 0.405 0.265 0.146
O -17.876 0.723 24.102 -0.259 -0.07 0.005
O 4.804 5.583 -3.206 0.092 0.241 0.415
O -15.543 -6.442 -4.717 0.253 0.059 -0.633
O -17.82 -5.272 25.473 0.019 0.051 0.463
O 28.019 -0.172 26.899 -0.489 0.527 -0.201
O -19.703 -6.731 24.206 0.077 0.291 0.067
O -13.767 0.923 26.53 0.072 0.556 0.067
O -16.203 2.731 23.446 -0.221 -0.196 0.496
O -14.384 4.637 24.024 0.164 -0.053 0.036
O -12.813 6.786 24.314 0.15 0.369 0.124
O -15.613 -7.211 23.897 0.179 0.073 0.595
O 20.473 6.12 -3.427 0.025 0.619 -0.395
O -4.369 0.543 -3.34 -0.145 -0.41 0.098
O -30.11 2.557 0.913 -0.342 0.184 -0.169
O -2.827 0.294 24.299 -0.18 -0.334 -0.426
O -11.561 2.513 23.668 -0.068 0.356 -0.391
O -6.903 6.407 24.636 -0.141 -0.178 0.369
O -8.977 3.869 27.248 -0.459 -0.251 -0.125
O -7.076 2.985 25.635 -0.09 0.257 -0.183
O 20.79 -3.65 24.478 0.52 0.261 -0.023
O -5.331 3.106 23.787 -0.241 0.055 0.026
O -3.688 5.084 24.407 0.113 0.134 -0.108
O 7.993 -1.114 -4.276 0.45 0.012 0.037
O -4.062 -7.171 24.422 -0.072 0.13 -0.006
O -3.353 -2.782 -4.689 -0.539 -0.002 0.251
O 5.342 -6.362 25.784 0.238 0.058 0.237
O 0.721 0.872 27.476 -0.093 0.305 0.28
O 5.694 -3.711 25.253 0.409 -0.002 0.108
O 3.81 5.368 -5.609 -0.078 -0.637 0.115
O 31.274 -3.853 -3.928 -0.147 0.163 0.317
O -32.559 5.98 -1.807 0.459 0.482 0.03
O 17.013 -4.454 -2.228 0.339 0.008 -0.465
O 5.109 -7.535 -2.316 0.02 -0.497 -0.015
O -32.39 5.894 27.312 -0.25 0.103 -0.078
O 9.09 6.145 -3.762 0.54 -0.028 0.276
O 7.324 -3.683 -4.074 -0.461 0.093 -0.038
O 8.405 6.021 24.533 -0.172 -0.639 0.03
O 10.416 7.611 24.207 -0.109 0.554 -0.144
O -7.587 6.351 -1.595 0.238 -0.073 0.012
O -15.487 -8.012 -2.626 -0.238 -0.313 0.37
O 5.923 -5.553 0.927 0.137 -0.032 0.266
O 19.166 5.768 26.388 -0.425 -0.472 0.316
O 10.185 2.037 -1.655 0.313 0.182 -0.046
O 16.579 2.874 -3.045 -0.211 0.122 0.235
O -22.838 4.135 -4.645 -0.286 -0.088 0.388
O 15.134 -7.868 25.971 -0.057 0.145 0.049
O -5.498 -7.058 -4.23 0.676 -0.17 0.348
O 17.431 -1.228 -3.04 0.179 -0.527 -0.049
O 18.971 -2.921 0.942 0.189 -0.012 -0.444
O -9.537 -7.037 26.871 -0.421 -0.529 0.312
O 20.25 -4.267 26.971 -0.22 -0.093 -0.149
O 21.889 -2.343 26.47 -0.027 0.152 0.399
O 12.176 -3.375 25.931 -0.217 0.226 0.23
O 0.035 7.318 25.599 0.017 0.617 -0.251
O 19.787 -7.048 0.248 0.248 -0.549 0.22
O 17.704 7.939 26.514 -0.31 -0.134 0.113
O -31.642 2.963 -5.279 0.043 -0.271 -0.344
O -22.339 -0.11 -2.715 0.041 -0.081 -0.084
O -0.245 2.035 -1.261 0.122 0.123 -0.175
O 14.482 -6.131 -4.856 -0.263 0.059 0.248
O -7.252 -6.861 -2.142 -0.008 -0.032 0.065
O -31.165 3.109 -2.655 -0.219 0.14 0.466
O 25.243 3.447 0.451 0.073 -0.18 -0.353
O 24.762 7.407 -5.107 -0.56 0.062 0.138
O 27.959 0.262 -2.119 -0.259 -0.36 -0.542
O 28.334 3.732 -4.696 0.561 0.269 0.04
O 13.088 3.771 0.706 -0.07 -0.199 -0.241
O 26.117 -6.667 -4.274 -0.048 -0.373 0.163
O 23.581 -0.957 -2.346 -0.535 0.356 0.319
O 24.618 0.452 -4.33 0.243 -0.054 0.181
O 17.588 -5.837 -0.225 -0.378 0.342 0.27
O 31.483 -1.208 -4.038 0.258 0.025 0.033
O 32.306 1.39 25.713 -0.131 0.162 -0.318
O 30.903 -6.503 -4.379 0.051 -0.386 -0.049
O 29.046 7.94 -4.124 -0.015 -0.154 -0.237
O -0.667 3.373 -5.793 -0.063 0.086 0.477
O -31.94 -0.398 -2.338 0.108 0.019 0.718
O 26.62 -5.003 -2.148 0.581 -0.317 0.206
O -11.969 4.082 -0.928 0.254 -0.333 -0.289
O -25.237 7.127 -1.579 -0.01 -0.406 -0.034
O 27.686 6.734 -0.181 -0.523 -0.318 -0.389
O 31.577 7.922 24.447 0.644 0.002 0.241
O -28.95 3.196 -4.051 -0.048 -0.082 -0.054
O -15.667 -6.996 -0.086 -0.801 0.305 -0.062
O 29.356 7.782 26.046 0.369 -0.454 0.213
O -28.679 3.195 -1.515 -0.348 -0.21 0.655
O -26.789 1.177 -3.793 -0.546 -0.399 0.011
O 26.562 5.517 -5.442 0.468 0.254 -0.397
O 18.715 4.172 -3.724 -0.321 -0.199 -0.202
O 31.929 -3.115 27.187 0.049 0.572 -0.006
O -28.562 0.177 27.469 -0.01 0.026 -0.649
O -24.507 -2.841 26.49 0.241 0.019 0.413
O -3.127 -2.347 -1.914 -0.238 0.339 -0.071
O -16.754 -3.27 -0.389 0.014 -0.237 -0.177
O -13.994 5.054 -3.536 -0.319 0.145 0.414
O -11.7 -5.482 -2.683 -0.158 -0.41 -0.522
O -23.767 5.765 26.441 -0.126 0.094 -0.186
O -9.553 4.31 0.073 0.32 0.126 -0.194
O -9.906 1.579 25.418 0.153 0.028 -0.001
O -30.409 -1.575 0.459 0.271 -0.431 0.005
O -28.09 -0.07 -5.684 -0.316 -0.292 0.617
O -22.247 -4.148 26.765 0.316 -0.245 0.125
O 30.592 4.947 26.59 -0.392 0.164 0.372
O -18.239 2.429 25.991 0.586 0.35 0.053
O -18.757 -0.21 26.431 -0.456 0.01 0.509
O -17.253 4.977 -4.513 0.289 -0.221 -0.384
O -22.561 6.832 24.454 0.099 0.227 0.525
O -17.597 -7.899 25.414 0.059 -0.253 0.462
O 22.418 -7.173 26.161 -0.533 -0.014 -0.209
O -10.981 0.542 0.317 0.229 -0.271 -0.202
O -21.777 6.555 -5.073 0.18 0.084 0.356
O -3.548 4.561 -1.342 0.418 -0.246 -0.08
O -11.254 -0.771 -1.929 -0.634 0.159 -0.325
O -23.063 0.726 -0.43 0.43 0.199 -0.104
O 11.424 -7.996 26.554 0.033 -0.619 0.064
O -14.223 7.444 -4.749 0.118 0.392 -0.153
O -20.711 2.363 25.219 0.082 -0.349 -0.168
O -10.137 5.691 -2.015 -0.344 -0.222 -0.627
O -8.16 -0.329 -5.529 -0.264 -0.031 0.007
O -8.88 -0.395 26.685 0.042 0.256 0.413
O 0.118 4.105 -2.849 -0.604 -0.259 -0.576
O -5.785 1.052 -5.394 0.211 0.218 -0.272
O -6.995 1.397 -3.15 -0.052 0.357 -0.25
O -5.72 4.716 -5.376 -0.075 -0.433 -0.176
O 19.245 -0.306 -4.648 0.113 0.076 -0.451
O -5.989 4.657 -0.33 -0.242 -0.325 0.12
O -20.698 -6.977 -0.37 0.555 0.089 -0.146
O 21.369 4.469 -1.598 -0.161 -0.337 0.783
O -11.182 5.398 27.55 -0.21 0.89 -0.08
O -3.626 -0.441 26.787 -0.242 -0.321 0.28
O 2.611 0.264 25.821 0.17 0.498 0.125
O -4.672 0.069 0.564 0.445 -0.027 -0.163
O -8.041 -1.068 -3.047 -0.018 -0.38 -0.026
O -6.597 -0.025 -1.085 0.267 -0.513 -0.188
O -15.361 2.869 27.383 -0.219 0.476 -0.629
O -9.694 -5.001 -4.329 -0.354 -0.298 -0.362
O -29.22 -6.204 24.931 -0.398 -0.283 0.143
O 18.908 0.766 26.49 0.441 -0.086 0.714
O -2.48 0.847 -1.639 -0.468 -0.109 -0.008
O -2.354 6.922 -1.952 -0.406 0.282 -0.329
O -7.095 -5.066 -4.218 0.001 0.195 0.224
O -1.167 -5.48 26.814 -0.293 -0.424 -0.045
O -7.542 -2.675 26.048 0.263 0.463 -0.133
O 26.762 7.77 25.704 0.237 0.056 -0.493
O -0.403 3.235 27.066 0.581 0.222 0.008
O -1.273 -2.91 26.074 -0.042 0.386 -0.089
O 23.443 -1.885 -4.791 0.633 -0.212 -0.169
O -21 4.059 -1.896 -0.316 -0.181 -0.078
O 29.965 -4.771 27.25 0.076 -0.641 -0.161
O 15.161 -7.023 0.534 -0.024 0.047 -0.017
O -28.564 -4.48 -1.084 0.232 0.366 -0.097
O -28.231 7.497 26.233 0.673 0.404 -0.107
O -8.268 -2.859 -4.93 0.433 0.305 -0.196
O 21.271 3.701 -4.082 0.091 -0.035 -0.661
O 6.288 0.934 -4.326 0.071 -0.071 -0.456
O 7.824 -7.413 0.426 -0.223 0.036 -0.163
O 9.341 -0.245 -0.525 0.37 -0.337 -0.214
O 8.58 -5.777 -4.759 0.009 0.428 -0.22
O -29.267 -5.815 27.626 -0.007 0.168 0.122
O 6.786 3.208 24.828 0.204 -0.027 0.136
O 8.82 -4.455 24.917 0.265 0.039 0.227
O -24.716 5.396 23.961 -0.165 0.402 -0.169
O -30.535 6.59 25.419 -0.251 -0.369 -0.514
O 0.267 6.429 -1.73 0.364 -0.072 0.298
O 6.846 -1.017 0.181 0.007 -0.139 -0.162
O -18.677 3.298 -2.945 0.188 -0.614 -0.157
O 5.034 3.253 26.756 -0.073 -0.4 0.229
O -19.786 4.114 27.11 -0.429 0.123 -0.112
O 28.121 -0.935 0.16 -0.144 0.122 0.026
O 15.221 7.732 -4.085 -0.75 -0.206 0.247
O 21.539 1.923 -2.08 0.561 -0.202 0.326
O 9.92 -7.733 -3.726 0.521 -0.008 0.319
O -10.545 -3.185 -2.591 0.531 0.111 0.187
O 11.532 0.776 0.397 -0.015 0.377 -0.225
O -11.543 -0.348 26.187 0.007 -0.28 0.419
O -32.038 -6.45 0.038 -0.029 -0.225 -0.264
O -10.358 -1.313 -4.359 -0.376 -0.01 -0.599
O -18.984 6.726 -3.856 -0.485 -0.427 0.011
O 24.465 -5.663 -1.011 -0.121 -0.09 -0.456
O 32.029 -4.156 -0.047 -0.161 0.17 -0.278
O 8.554 -4.908 -2.177 0.478 -0.309 0.169
O 10.418 -7.251 -0.25 0.246 0.23 -0.716
O 20.905 -4.648 0.595 0.744 0.079 -0.236
O 8.945 1.216 -3.849 0.029 0 -0.253
O -17.615 -1.031 -1.384 -0.141 0.146 -0.495
O 18.282 3.798 -1.111 -0.325 -0.496 0.126
O 22.023 -6.387 -0.902 0 -0.108 -0.718
O 8.196 -2.312 -1.631 0.323 -0.056 -0.584
O -13.476 8.024 0.791 0.164 -0.026 -0.365
O 26.905 1.59 -5.162 0.155 -0.192 0.099
O -20.29 -2.364 26.869 -0.224 0.295 0.194
O 2.134 5.604 -3.485 0.074 -0.349 0.231
O -20.981 2.032 -3.596 -0.473 0.163 -0.452
O -14.135 2.798 -4.844 -0.15 -0.806 0.08
O -4.358 -6.853 26.982 -0.147 -0.413 0.548
O 24.415 -2.939 26.114 0.001 0.145 0.495
O -4.999 3.038 -3.649 -0.058 0.097 0.502
O 13.044 0.136 -2.479 -0.309 -0.281 0.035
O 24.941 0.299 23.573 0.001 0.102 0.18
O 31.119 4.169 -0.819 0.085 -0.223 -0.544
O -13.117 2.096 0.315 -0.501 -0.267 -0.053
O 2.318 -7.203 -2.089 0.093 -0.279 -0.278
O -28.711 -7.671 -5.561 -0.169 -0.642 0.244
O 23.577 -1.771 0.186 -0.186 -0.096 0.012
O 4.093 -5.74 -0.907 -0.063 0.247 -0.393
O 5.102 -4.476 27.649 -0.195 0.344 0.173
O 19.578 -7.324 -4.766 0.274 0.207 0.533
O 7.126 4.435 -4.084 -0.279 0.02 -0.528
O -1.19 -3.319 -3.24 0.06 -0.349 -0.322
O -13.694 2.739 -2.215 0.064 -0.428 -0.259
O 3.538 7.612 -4.304 -0.526 0.293 0.55
O -26.702 -1.788 27.547 0.061 -0.399 0.16
O -26.738 -6.319 -1.997 -0.058 -0.048 0.252
O 15.822 -3.784 -4.933 0.45 0.162 0.325
O -26.806 3.918 26.822 0.505 0.471 -0.054
O -20.993 -7.198 -5.233 0.237 0.112 -0.336
O -28.706 0.477 0.128 0.219 0.101 -0.45
O 32.506 6.858 -4.343 0.079 0.37 0.179
O -27.53 4.974 -5.244 -0.488 0.342 0.306
O 3.554 5.416 26.875 0.129 0.31 -0.311
O 15.604 0.106 -1.684 0.169 0.463 -0.03
O -11.783 3.354 26.122 -0.116 -0.491 0.356
O -31.803 4.526 0.24 0.097 -0.018 -0.149
O -23.943 -1.737 -1.334 0.133 -0.071 -0.013
O 29.427 -2.38 26.572 -0.178 -0.179 0.439
O -3.15 3.92 -5.283 0.031 0.191 -0.475
O -19.571 5.851 -0.632 0.009 0.191 -0.292
O -24.795 -6.974 -0.078 0.109 0.296 -0.314
O 8.842 7.475 -1.54 -0.078 -0.514 -0.127
O -19.649 0.293 -2.322 0.166 0.17 -0.208
O -0.356 6.303 -4.259 -0.558 -0.07 0.138
O -1.545 -3.444 0.096 0.23 -0.18 -0.293
O -25.204 3.902 -5.497 -0.054 -0.204 -0.12
O -30.7 1.614 27.007 0.286 0.126 -0.433
O -11.984 -4.822 -0.078 0.69 0.002 -0.164
O -27.885 8.025 -0.38 -0.072 -0.317 0.055
O -21.359 -6.088 -2.827 -0.505 0.588 0.137
O 7.294 8.08 -3.57 -0.173 -0.284 0.06
O 9.778 -3.356 27.083 -0.549 0.457 0.327
O -4.09 5.643 -3.57 0.039 0.409 -0.285
O -16.028 3.295 -3.047 -0.191 -0.616 -0.206
O 30.643 0.209 -2.121 -0.133 -0.019 0.244
O -29.709 1.022 -2.836 0.125 -0.107 -0.061
O 26.901 1.429 -0.037 0.481 0.363 -0.106
O -4.036 -4.028 -0.218 -0.025 -0.178 0.442
O -16.78 7.571 -4.924 -0.153 0.435 -0.498
O 3.951 1.706 -5.188 0.21 -0.063 -0.16
O -13.588 -3.815 -1.771 -0.225 0.308 0.415
O -22.53 4.176 24.692 0.388 0.058 -0.628
O 5.138 3.024 -3.213 -0.324 0.013 0.144
O -12.015 6.069 -5.113 0.429 -0.314 0.336
O 11.102 5.573 1.077 0.094 -0.193 -0.38
O -4.952 6.81 -1.34 0.191 0.455 0.222
O 12.319 3.457 24.39 -0.653 0.114 0.161
O 19.425 6.156 -0.97 0.043 0.366 0.155
O 14.033 1.879 -0.722 -0.262 0.074 -0.367
O -27.086 5.24 -2.138 -0.491 -0.063 -0.141
O 1.843 7.333 27.531 0.501 0.326 0.192
O -19.374 4.481 24.574 0.262 0.299 0.287
O 23.487 3.472 26.221 0.287 -0.034 -0.008
O -26.998 -6.064 26.38 -0.019 0.083 0.07
O 29.38 2.482 -1.817 -0.448 0.363 -0.354
O 14.087 2.634 26.137 -0.145 0.282 0.247
O 21.82 2.188 24.368 0.292 -0.174 0.444
O 23.664 -0.515 26.84 -0.309 0.514 -0.482
O 23.882 8.221 -0.208 0.387 -0.091 0.006
O 3.32 -4.714 25.88 -0.109 0.391 -0.324
O 1.181 4.056 -0.43 -0.092 0.355 -0.236
O 26.858 2.433 23.859 -0.28 -0.113 0.253
O -6.021 -4.798 26.55 -0.063 -0.015 0.115
O 4.086 0.73 -2.748 0.138 -0.541 -0.034
O -2.866 -7.969 0.804 0.127 0.053 -0.103
O 1.254 -6.221 -0.018 0.511 -0.189 -0.021
O 8.545 -3.921 0.346 -0.444 0.042 0.184
O 24.094 4.88 -4.857 -0.445 -0.178 0.155
O 20.235 7.947 27.171 -0.062 0.247 -0.135
O -9.366 -1.459 -0.187 0.392 -0.094 -0.382
O 15.819 2.957 -5.627 -0.365 -0.29 -0.383
O 16.741 0.78 -4.602 0.06 -0.105 -0.119
O 5.42 5.99 0.367 0.409 -0.076 0.054
O -19.541 -6.762 26.766 -0.176 -0.362 0.02
O 0.35 -1.854 24.235 -0.365 -0.25 -0.209
O -3.462 -4.408 26.38 -0.152 0.517 -0.189
O -15.654 -3.612 25.475 0.134 -0.192 0.871
O 4.593 3.57 -0.256 -0.055 -0.057 -0.471
O 26.178 -4.561 27.058 0.048 0.489 0.342
O -13.461 -2.757 0.869 0.192 -0.145 -0.58
O 9.915 -5.962 26.78 0.118 -0.078 -0.097
O 17.467 -1.335 -0.453 0.325 0.284 -0.19
O -13.685 -6.427 -1.495 0.367 -0.433 0.08
O -17.328 -4.37 -4.37 -0.099 0.358 0.201
O -8.674 6.748 -3.9 0.211 -0.163 -0.063
O 11.577 1.826 -3.877 -0.025 0.121 -0.497
O -26.929 -5.59 0.724 -0.392 -0.026 0.258
O -5.195 1.032 25.351 -0.152 -0.016 0.199
O 30.362 -0.252 25.499 0.149 0.215 0.118
O 20.266 -0.377 -2.195 0.084 -0.47 0.328
O -26.089 2.807 -1.918 0.328 -0.001 0.059
O 15.225 6.732 -0.042 -0.445 -0.138 -0.015
O -16.319 0.677 26.22 0.163 -0.065 0.094
O 19.908 1.355 -0.153 -0.474 0.175 0.017
O 2.03 2.367 -2.407 0.053 0.068 -0.666
O 15.46 -2.435 -1.736 -0.37 0.223 -0.272
O -28.432 5.044 25.14 -0.039 -0.247 -0.419
O -9.101 0.774 -1.552 -0.105 0.419 -0.279
O 21.75 -0.06 0.942 -0.517 -0.091 -0.537
O -20.669 -0.449 -4.601 -0.351 0.024 0.019
O 12.942 -0.04 -5.157 0.436 -0.209 0.26
O 16.557 2.022 26.685 0.076 -0.082 0.144
O -26.765 4.148 0.161 -0.106 0.526 0.294
O 0.939 -4.02 25.47 -0.09 -0.181 -0.058
O 24.308 -5.489 25.408 0.291 -0.116 -0.129
O 30.757 1.829 0.311 -0.149 -0.251 -0.365
O 21.252 4.485 25.464 -0.205 -0.154 0.637
O -9.476 8.219 -1.844 -0.37 -0.105 -0.158
O 23.559 3.374 -2.774 0.396 -0.347 0.167
O -18.218 1.2 -0.206 0.246 -0.01 -0.08
O 28.527 -5.914 -3.552 0.06 -0.004 0.601
O 28.824 3.702 0.377 -0.33 -0.227 -0.372
O -22.887 2.402 26.592 0 -0.281 0.181
O -30.264 0.667 24.397 0.028 -0.119 -0.124
O 28.662 -7.121 -0.077 -0.016 0.182 -0.531
O -14.764 -3.953 -4.111 0.35 -0.004 -0.516
O -32.022 -5.468 -4.438 0.302 -0.443 0.131
O -32.601 0.013 0.953 0.267 0.156 -0.661
O -22.117 5.55 0.09 -0.244 -0.405 -0.062
O -7.505 -7.475 25.316 0.529 -0.047 -0.302
O 29.978 -2.698 0.801 0.021 0.148 -0.151
O -16.033 -5.493 -2.34 -0.57 0.511 0.429
O -20.03 -0.766 -0.067 -0.495 0.079 -0.407
O 1.147 -3.363 -4.206 0.347 0.589 0.213
O -4.924 -6.37 0.161 0.028 -0.203 0.105
O 29.13 -2.517 -4.544 -0.139 0.402 0.271
O -18.979 -2.418 -5.251 0.383 0.161 0.322
O -15.344 -1.075 0.025 0.309 0.443 -0.295
O -0.416 -7.452 -1.639 -0.224 0.378 -0.338
O 5.369 -6.876 -4.832 -0.062 0.604 -0.363
O -24.64 2.603 0.717 0.161 0.036 -0.13
O -30.12 -8.012 0.839 -0.224 -0.498 -0.289
O 32.224 1.49 -3.724 -0.168 0.307 -0.248
O 19.194 5.062 23.863 0.176 0.307 -0.483
O 9.634 0.525 24.539 -0.113 0.254 0.435
O 8.787 6.778 27.107 0.294 0.044 -0.163
O 18.924 1.788 -2.565 -0.053 -0.259 -0.352
O 27.885 5.887 -3.126 -0.349 0.063 0.283
O 10.848 -4.993 0.997 0.315 0.383 0.119
O -18.979 -6.955 -3.525 0.361 0.404 -0.112
O 19.42 -1.864 25.912 -0.317 -0.152 0.104
O -8.44 -5.079 25.413 -0.268 0.41 -0.138
O -26.682 -4.261 -3.718 -0.033 0.313 -0.094
O -24.628 -0.246 27.284 0.737 -0.091 -0.281
O -21.983 -5.245 0.923 0.241 0.304 -0.184
O -15.375 -2.051 -2.409 -0.154 0.349 -0.343
O -18.904 -2.709 1.106 0.056 -0.12 0.201
O 24.942 -3.121 -1.53 -0.041 -0.057 -0.25
O 15.005 -4.597 -0.349 -0.111 0.301 0.013
O -13.025 0.309 24.062 -0.346 -0.225 -0.113
O -4.648 -1.496 24.659 -0.275 -0.17 0.442
O 7.295 0.149 -2.09 -0.172 0.333 0.202
O 0.713 -5.549 -5.62 -0.241 -0.089 0.479
O 29.689 -6.5 24.56 -0.052 -0.006 0.37
O -12.852 -2.106 -3.56 -0.029 0.014 -0.158
O 29.281 1.293 -4.13 0.256 -0.351 -0.17
O 7.647 -4.922 27.334 0.064 -0.065 0.093
O 1.385 -5.987 27.178 0.666 -0.075 0.293
O -13.533 5.388 26.357 -0.038 0.362 0.178
O -3.322 7.148 26.013 0.037 0.129 0.297
O 31.898 -5.707 -2.142 -0.411 -0.398 0.071
O -24.99 0.384 -2.11 -0.372 -0.251 0.025
O 6.826 5.197 26.484 -0.415 0.19 0.415
O -22.994 -7.795 -1.588 0.242 0.237 -0.332
O -30.427 -1.08 -4.328 0.382 0.065 -0.012
O 16.992 -6.849 -4.938 0.224 0.635 -0.175
O 6.335 -4.146 -1.194 -0.367 -0.071 -0.509
O -6.629 -4.294 -0.112 -0.17 0.098 -0.237
O 19.673 -5.17 -1.648 0.177 0.509 -0.545
O -13.232 -3.788 24.407 0.109 -0.174 0.228
O 7.518 2.765 27.417 0.343 -0.196 -0.199
O 6.576 4.583 -1.559 0.609 -0.083 -0.219
O -0.49 -0.486 -0.566 -0.508 -0.369 0.205
O -29.405 -1.28 -1.847 0.252 -0.373 -0.376
O 21.918 0.09 -4.166 -0.213 0.621 -0.593
O -18.117 7.741 -1.57 0.462 0.406 0.011
O 23.775 5.608 -0.183 -0.315 0.074 -0.506
O -14.586 4.183 -0.167 -0.28 0.194 -0.717
O 20.926 -2.285 -3.99 -0.648 -0.371 0.216
O -5.053 2.254 -0.898 0.179 -0.21 -0.679
O -29.246 -4.642 -3.656 -0.449 -0.006 0.09
O 3.767 7.986 -0.147 -0.337 0.051 -0.13
O 30.429 6.075 -2.97 -0.08 -0.118 -0.022
O 11.741 -1.592 1.652 -0.035 0.067 0.015
O 13.157 -3.93 -5.121 -0.354 0.71 0.111
O 2.866 3.512 25.255 -0.081 -0.681 -0.249
O 14.423 -4.52 -2.862 -0.458 -0.24 -0.052
O -11.417 6.319 0.18 -0.107 0.453 -0.036
O 18.064 -6.907 -2.589 -0.349 -0.194 0.035
O 22.377 -4.176 -5.13 0.141 -0.286 0.653
O -2.102 1.8 -4.114 0.031 0.25 0.312
O 9.685 3.652 -3.877 0.2 0.184 -0.191
O -25.353 -7.818 27.487 0.513 0.067 -0.173
O -23.977 -3.427 0.539 0.084 0.231 0.219
O 14.122 6.182 26.888 -0.13 -0.38 0.041
O 14.304 1.83 -3.921 -0.226 0.106 0.246
O -5.301 -5.225 -2.237 0.617 0.453 -0.224
O -6.627 4.992 27.454 0.276 -0.164 0.009
O -24.461 -5.548 26.508 -0.067 -0.208 0.478
O -13.84 -1.594 25.738 -0.135 -0.153 0.55
O -9.815 -0.94 24.364 -0.191 -0.351 0.219
O -9.72 4.091 24.512 -0.044 0.197 0.278
O 6.84 7.784 25.692 -0.225 0.392 0.252
O 25.761 -0.721 -0.959 0.105 -0.024 0.17
O -24.578 -5.783 -3.395 0.656 0.128 0.345
O -17.288 5.242 -1.829 0.56 -0.123 0.092
O 23.127 -1.393 24.409 -0.552 -0.028 -0.051
O -31.061 -4.713 -1.66 0.183 0.624 -0.379
O -2.069 -0.777 -3.681 0.54 0.151 -0.446
O 18.772 3.02 27.664 0.228 0.607 -0.066
O -7.657 -7.709 -5.512 -0.449 0.429 0.177
O -19.938 -4.792 -4.666 -0.567 0.451 0.127
O -25.311 -4.054 -1.553 -0.066 -0.209 -0.316
O -29.296 -6.77 -2.08 -0.467 -0.275 0.225
O 2.01 -0.139 -1.419 0.287 -0.102 -0.116
O -15.395 6.815 25.121 0.125 0.085 0.511
O -26.005 -1.109 25.171 -0.293 -0.167 -0.037
O -9.31 -5.38 -1.7 0.177 0.367 0.413
O 12.015 1.124 25.57 -0.419 -0.011 0.802

Results
total energy: -388188.999 eV
total energy less fixed offsets of O -438.25, Si -107.07 eV per atom: 17.301 eV
